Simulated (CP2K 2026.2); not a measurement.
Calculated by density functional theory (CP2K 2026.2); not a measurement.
Periodic cell of 1974 atoms, Si1440O534, from a study of silicon, its oxide and their interface. The atomic structure is a simulated model.
Doubt: the forces sum to 2.58 eV/angstrom along one axis rather than to zero, so they err by at least 0.0013 eV/angstrom per atom on average; the grid cutoff is modest.

Settings
functional: PBE
method: Gaussian and plane waves
basis set: DZVP-MOLOPT-SR-GTH
pseudopotentials: GTH-PBE
grid cutoff: 350 Ry, relative cutoff 50 Ry
k points: Gamma only
occupations: fixed
spin: none
net charge: 0

Cell vectors (angstrom)
a 65.28 0 0
b 0 16.32 0
c -1.1534 -2.2295 33.5034

Atoms and the computed forces on them: element, x, y, z (angstrom), force x, y, z (eV/angstrom)
Si 1.734 14.67 1.483 -0.056 -0.048 -0.133
Si 3.609 2.336 0.236 -0.363 -0.381 0.156
Si 1.772 3.695 1.087 0.256 -0.265 0.496
Si 4.315 6.987 1.051 -0.232 -0.033 0.652
Si 0.767 10.379 1.506 -0.233 0.12 0.753
Si 3.469 13.083 1.607 -0.264 0.136 0.548
Si 6.32 15.795 1.653 -0.141 0.223 0.512
Si 9.093 2.132 1.639 -0.032 0.021 -0.013
Si 7.263 3.703 1.665 0.002 0.013 -0.146
Si 9.867 6.571 1.604 -0.445 0.451 0.103
Si 6.93 9.662 1.588 0.079 -0.139 0.596
Si 9.575 12.146 1.589 -0.046 0.31 0.626
Si 12.555 16.04 1.127 0.23 0.224 0.528
Si 14.475 3.124 0.182 0.163 0.018 0.174
Si 12.234 4.613 1.798 0.059 0.131 0.696
Si 15.556 7.507 3.133 0.048 -0.04 0.045
Si 11.476 9.892 0.637 -0.043 -0.138 0.111
Si 14.251 10.628 0.56 -0.162 0.281 0.631
Si 17.696 14.376 1.007 -0.053 -0.14 0.109
Si 20.856 1.265 1.142 0.151 0.109 -0.022
Si 14.902 3.357 32.658 0.657 0.123 0.417
Si 21.729 4.726 33.346 -0.021 -0.115 0.109
Si 18.242 9.355 0.721 0.069 -0.079 0.015
Si 20.048 12.458 1.729 -0.092 -0.107 0.732
Si 22.813 15.152 1.496 0.105 -0.092 0.596
Si 25.971 2.126 1.09 0.271 0.176 0.568
Si 24.855 4.994 0.877 0.181 0.25 0.565
Si 26.859 6.215 1.164 -0.321 -0.205 0.463
Si 22.295 7.549 33.346 -0.007 0.081 0.208
Si 26.404 11.667 1.251 -0.012 -0.105 -0.045
Si 28.837 14.647 1.409 -0.085 0.062 0.753
Si 31.525 1.055 1.52 -0.13 0.064 0.619
Si 28.303 4.415 1.765 -0.125 0.251 0.519
Si 30.981 6.808 0.994 0.047 0.057 -0.082
Si 28.121 9.843 1.37 -0.248 0.215 0.434
Si 31.132 12.548 1.277 0.064 -0.274 0.665
Si 33.802 15.28 1.585 -0.036 -0.123 0.579
Si 36.237 1.423 1.433 0.332 -0.04 0.72
Si 34.148 3.712 1.483 -0.105 0.109 0.613
Si 36.59 7.555 0.974 0.307 0.046 0.354
Si 33.983 9.297 1.373 -0.15 0.26 0.81
Si 37.287 11.928 0.434 0.201 0.505 0.109
Si 38.217 14.013 0.47 0.122 0.086 -0.081
Si 41.516 1.254 0.915 -0.161 0.082 0.063
Si 39.506 3.627 1.35 0.059 0.056 0.658
Si 42.163 6.563 0.975 -0.358 0.367 0.242
Si 39.696 9.956 1.199 0.315 0.375 0.294
Si 42.332 12.216 1.587 0.104 0.17 0.595
Si 45.358 14.849 1.408 -0.375 0.254 0.672
Si 47.024 1.825 1.327 -0.01 0.286 0.54
Si 45.293 3.528 1.398 -0.004 -0.031 0.034
Si 48.197 6.142 1.323 -0.027 -0.061 -0.055
Si 44.344 9.83 1.168 0.221 -0.28 0.649
Si 47.784 12.805 1.048 0.356 0.145 0.396
Si 50.734 14.703 1.355 -0.133 0.188 0.606
Si 53.248 1.338 1.269 0.015 0.078 0.728
Si 50.031 4.526 1.32 -0.196 0.101 0.536
Si 52.993 7.028 1.365 0.048 -0.094 0.658
Si 50.553 9.014 1.239 -0.062 0.262 0.642
Si 52.84 12.336 1.275 0.204 -0.131 0.588
Si 56.372 14.429 1.338 0.216 -0.142 0.562
Si 58.091 1.893 1.513 -0.081 0.02 0.033
Si 56.333 3.703 1.479 0.248 -0.28 0.443
Si 58.235 7.252 1.402 -0.035 0.002 -0.133
Si 56.587 9.073 1.14 -0.019 -0.045 -0.043
Si 58.166 12.671 1.35 -0.194 0.266 0.421
Si 61.368 15.103 1.263 0.203 -0.484 0.263
Si 63.462 1.815 1.51 0.006 0.017 -0.042
Si 61.73 3.543 1.61 0.064 0 0.081
Si 63.688 7.322 1.111 0.403 -0.26 0.107
Si 61.298 9.4 1.394 -0.029 0.148 0.599
Si 64.265 12.105 1.499 0.191 -0.198 0.34
Si 2.771 0.008 2.871 -0.07 0.062 -0.032
Si 5.578 2.79 3.044 0.034 -0.024 0.066
Si 2.76 5.561 2.329 0.108 -0.016 0.007
Si 5.46 8.244 2.71 -0.001 -0.011 -0.015
Si 2.639 11.164 2.749 0.068 -0.018 -0.096
Si 5.191 14.097 2.771 -0.293 0.352 -0.116
Si 8.123 0.336 2.913 0.029 -0.032 -0.058
Si 10.874 3.013 2.984 0.066 -0.017 -0.01
Si 8.223 5.468 2.883 -0.011 -0.013 0.02
Si 10.947 8.104 3.023 -0.351 -0.304 0.227
Si 8.35 10.799 3.047 -0.005 0.023 0.036
Si 10.822 13.823 2.695 -0.31 -0.362 0.408
Si 13.755 0.462 3.042 -0.032 -0.027 -0.066
Si 15.445 2.21 2.967 0.002 -0.128 0.491
Si 13.782 5.781 3.213 0.033 -0.021 -0.017
Si 15.838 7.893 0.907 -0.133 -0.214 0.585
Si 14.096 11.385 2.837 0.023 0.047 -0.014
Si 15.756 13.183 3.013 -0.217 -0.152 0.412
Si 18.866 0.073 3.114 0.015 -0.167 0.61
Si 22.16 3.095 2.984 0.166 0.159 0.44
Si 19.28 5.682 2.751 0.296 0.227 0.315
Si 21.26 7.17 2.623 -0.204 -0.566 0.471
Si 18.849 10.983 3.111 0.335 0.399 0.181
Si 21.637 13.661 2.88 0.073 0.015 -0.001
Si 24.337 0.026 2.773 -0.107 -0.314 0.325
Si 27.192 2.773 2.936 -0.053 -0.005 -0.009
Si 23.911 4.771 3.004 0.022 0.004 0.032
Si 27.134 8.075 2.672 0.035 -0.11 0.036
Si 24.5 10.867 2.517 0.38 0.274 0.289
Si 27.231 13.447 2.618 -0.027 0.051 -0.052
Si 29.93 -0.107 2.772 -0.004 0.01 -0.029
Si 32.604 2.638 2.85 0.021 0.011 -0.033
Si 29.993 5.559 2.771 0.061 -0.018 -0.044
Si 32.427 8.026 2.535 0.026 -0.02 -0.108
Si 29.9 10.888 2.546 0.001 0.033 -0.029
Si 32.606 13.631 2.736 -0.037 0.007 -0.03
Si 35.224 0.075 3.015 0.026 -0.01 -0.015
Si 37.981 2.498 2.686 -0.043 -0.033 -0.024
Si 35.408 5.316 2.55 -0.224 -0.126 0.401
Si 37.96 8.062 2.801 -0.534 -0.266 0.232
Si 35.246 10.868 2.624 -0.274 -0.363 0.227
Si 38.559 14.195 2.806 0.044 0.039 0.002
Si 40.29 15.842 2.978 -0.19 -0.168 0.468
Si 43.618 2.613 2.782 0.256 0.452 0.206
Si 40.739 5.326 2.47 0 -0.036 -0.032
Si 43.385 8.057 2.44 0.119 0.007 -0.033
Si 40.892 11.012 2.864 -0.073 -0.058 -0.017
Si 43.65 13.761 2.63 0.037 -0.026 -0.003
Si 46.33 0.106 2.805 0.034 0.041 -0.049
Si 48.959 2.728 2.454 0.029 -0.021 -0.082
Si 46.374 5.258 2.6 -0.018 0.017 0.039
Si 49.029 7.934 2.626 -0.038 -0.003 -0.036
Si 46.226 10.687 2.376 -0.379 -0.155 0.335
Si 49.14 13.655 2.718 -0.014 -0.002 -0.05
Si 51.882 -0.023 2.592 -0.035 0.019 -0.037
Si 54.55 2.707 2.668 0.002 -0.008 -0.055
Si 51.752 5.467 2.654 -0.008 0.001 -0.019
Si 54.647 8.251 2.49 -0.017 0.022 -0.036
Si 51.642 10.76 2.527 0.009 -0.018 0.017
Si 54.538 13.469 2.529 0.011 0.01 -0.008
Si 57.174 0.001 2.631 0.005 -0.065 -0.01
Si 59.883 2.725 2.851 -0.008 -0.021 0.009
Si 57.274 5.495 2.686 0.011 -0.027 0.041
Si 59.886 8.18 2.773 0.018 0.045 -0.028
Si 57.28 10.856 2.583 -0.04 0.01 0.06
Si 59.897 13.741 2.575 0.004 0.006 0.007
Si 62.619 0.044 2.799 0.021 -0.049 -0.019
Si 0.084 2.795 2.562 -0.016 -0.05 -0.006
Si 62.715 5.519 2.504 -0.001 0.009 -0.037
Si -0.057 8.41 2.594 0.034 0.004 -0.083
Si 62.557 10.971 2.657 -0.027 0.015 -0.018
Si 0.077 13.687 2.835 -0.007 0.011 -0.007
Si 1.348 1.448 4.047 0.003 -0.003 0.012
Si 4.051 4.279 3.996 -0.048 0.05 -0.032
Si 1.393 6.924 3.818 -0.034 -0.024 -0.017
Si 4.061 9.67 3.994 -0.033 0.017 0.01
Si 1.355 12.356 4.279 -0.036 0.018 0.003
Si 4.024 15.117 4.45 -0.011 0.055 -0.005
Si 6.842 1.493 4.477 -0.024 0.007 -0.005
Si 9.51 4.228 4.407 -0.05 0.057 0.054
Si 6.785 6.88 4.12 0.041 -0.011 0.031
Si 9.621 9.443 4.374 0.033 -0.033 0.002
Si 6.977 12.158 4.311 0.267 -0.301 0.45
Si 9.469 15.117 4.138 0.004 0.02 0.002
Si 12.111 1.506 4.331 0.039 0.017 0.021
Si 14.808 4.028 4.362 0.079 -0.046 0.039
Si 12.24 6.891 4.519 -0.004 0.002 -0.007
Si 14.857 9.541 4.206 0.02 -0.036 -0.018
Si 12.223 12.351 4.044 -0.019 -0.021 -0.043
Si 14.8 14.995 4.213 -0.017 0.003 0.049
Si 17.358 1.404 4.238 -0.034 0.043 -0.04
Si 20.309 4.043 4.142 0.003 0.001 -0.005
Si 17.572 6.684 4.134 -0.04 0.025 -0.008
Si 20.265 9.559 4.244 -0.16 0.227 0.392
Si 17.446 12.281 4.388 -0.062 0.033 0.046
Si 20.296 14.959 4.313 -0.013 0.02 -0.018
Si 23.093 1.347 4.273 -0.013 0.037 0.005
Si 25.723 3.978 4.281 -0.017 0.008 0.007
Si 22.926 6.541 4.174 0.009 0.021 0
Si 25.644 9.362 3.986 0.037 0.064 -0.022
Si 23.128 12.212 4.002 -0.004 -0.031 0.023
Si 25.839 14.915 3.948 0.022 -0.005 -0.006
Si 28.565 1.287 4.097 0.011 -0.023 -0.011
Si 31.267 4.093 4.091 -0.007 -0.005 0.046
Si 28.565 6.863 4.119 -0.082 0.024 -0.028
Si 31.213 9.484 3.941 0.026 0.047 0.035
Si 28.552 12.15 4.059 0.012 -0.012 0.011
Si 31.257 14.907 4.181 0 -0.007 -0.005
Si 33.907 1.405 4.339 -0.028 0.01 -0.007
Si 36.737 4.018 4.02 0.005 -0.021 -0.015
Si 33.965 6.731 3.87 -0.001 -0.001 0
Si 36.671 9.583 4.038 0.013 0.025 -0.037
Si 33.98 12.242 4.03 0 0.02 0.024
Si 36.744 15.002 4.108 0.024 -0.008 0.02
Si 39.321 1.276 4.172 0.013 -0.028 0.037
Si 42.151 4.068 3.929 -0.036 -0.074 -0.002
Si 39.361 6.593 3.999 0.021 0.033 -0.04
Si 42.132 9.38 3.99 0.036 0.027 0.004
Si 39.421 12.349 4.063 -0.046 0.019 -0.017
Si 42.174 14.932 4.053 0.027 0.014 0.007
Si 44.904 1.301 4.209 -0.005 0.018 -0.051
Si 47.695 3.985 4.042 -0.05 -0.024 -0.015
Si 44.904 6.745 3.787 -0.021 0.048 -0.007
Si 47.572 9.374 3.839 0.036 0.076 -0.008
Si 45.003 12.217 3.855 0.024 -0.054 -0.021
Si 47.743 15.009 4.037 -0.01 -0.009 0.004
Si 50.38 1.344 3.827 -0.034 0.04 0.019
Si 53.128 4.076 3.956 0.006 0.001 0.008
Si 50.416 6.75 4.088 0.008 -0.009 -0.002
Si 53.174 9.541 3.885 0.007 0.007 -0.026
Si 50.348 12.108 3.975 0.012 -0.011 0.02
Si 53.184 14.87 3.936 0.029 -0.01 0.002
Si 55.784 1.272 4.047 0.022 -0.005 -0.003
Si 58.604 4.188 4.126 -0.002 0.02 -0.012
Si 55.81 6.813 3.976 0.028 -0.012 -0.023
Si 58.589 9.603 4.082 -0.005 0.022 0.019
Si 55.819 12.126 3.966 -0.007 -0.029 0.012
Si 58.573 15.039 4.025 0.009 0.037 0.017
Si 61.192 1.316 4.164 -0.003 -0.043 -0.004
Si 64.076 4.227 3.955 -0.038 -0.027 0.02
Si 61.287 6.758 3.991 0.041 -0.019 -0.002
Si 63.872 9.615 4.089 0.029 0.011 0.006
Si 61.214 12.353 3.982 -0.033 0.021 0.005
Si 64.001 15.06 4.134 -0.037 0.023 0.031
Si 0.05 0.1 5.49 0.008 0.003 -0.002
Si 2.727 2.846 5.382 0.014 -0.002 -0.018
Si 0.094 5.583 5.337 0.048 0.036 0.023
Si 2.708 8.25 5.323 0.023 -0.009 -0.001
Si -0.034 10.929 5.496 -0.006 -0.014 0.027
Si 2.7 13.66 5.67 -0.009 -0.032 0.009
Si 5.447 0.114 5.729 -0.037 0.013 -0.005
Si 8.188 2.849 5.762 0.04 -0.017 0.009
Si 5.411 5.533 5.478 -0.003 -0.005 -0.011
Si 8.118 8.161 5.607 -0.033 -0.01 0.009
Si 5.402 10.918 5.518 0.008 0.012 -0.014
Si 8.191 13.703 5.574 -0.015 0.025 -0.004
Si 10.793 0.068 5.615 -0.035 -0.02 -0.013
Si 13.442 2.777 5.769 0.004 0.005 -0.003
Si 10.834 5.533 5.783 -0.016 0.013 0.021
Si 13.562 8.324 5.75 -0.002 0.003 0.015
Si 10.955 10.959 5.553 0.016 0.032 -0.039
Si 13.47 13.638 5.59 -0.021 -0.003 0.007
Si 16.183 -0.044 5.64 -0.015 -0.032 -0.004
Si 18.888 2.716 5.503 0.011 0.032 0.007
Si 16.326 5.331 5.619 -0.004 0.014 -0.022
Si 18.905 8.111 5.541 -0.02 -0.008 -0.02
Si 16.222 10.786 5.681 0.029 -0.009 0.022
Si 18.937 13.592 5.64 0.022 0.004 0.041
Si 21.684 0.009 5.596 -0.02 -0.004 0.038
Si 24.456 2.618 5.687 -0.007 0 -0.028
Si 21.607 5.32 5.65 0.025 -0.001 -0.002
Si 24.319 8.038 5.406 -0.018 0.009 0.022
Si 21.786 10.857 5.462 -0.022 0.014 0.015
Si 24.455 13.596 5.384 0.003 0.011 0.003
Si 27.181 -0.089 5.419 -0.027 -0.001 -0.012
Si 29.892 2.707 5.437 -0.008 0.001 -0.004
Si 27.146 5.46 5.442 -0.029 0.005 0.007
Si 29.902 8.213 5.452 0.034 -0.032 -0.012
Si 27.096 10.769 5.343 0.026 0.016 -0.041
Si 29.876 13.512 5.47 0.02 0.015 -0.012
Si 32.571 -0.044 5.57 -0.016 -0.001 0.006
Si 35.362 2.775 5.506 0.008 -0.012 -0.004
Si 32.678 5.433 5.397 0.034 -0.021 -0.025
Si 35.296 8.128 5.302 -0.009 -0.021 -0.011
Si 32.608 10.827 5.337 -0.035 -0.03 0.004
Si 35.371 13.577 5.393 -0.032 -0.002 -0.006
Si 38.009 -0.009 5.582 0.013 -0.026 -0.017
Si 40.8 2.695 5.34 0.032 0.013 -0.009
Si 38.079 5.303 5.441 -0.001 0.008 -0.004
Si 40.727 8.053 5.315 0.004 -0.019 0.019
Si 38.051 10.933 5.372 0 -0.012 0.015
Si 40.862 13.562 5.455 -0.04 0.028 0.006
Si 43.491 -0.05 5.456 -0.016 -0.009 0.035
Si 46.316 2.692 5.435 0.035 0.014 0.021
Si 43.545 5.435 5.252 0.026 -0.02 -0.005
Si 46.233 8.067 5.248 -0.022 -0.028 0.014
Si 43.592 10.811 5.24 -0.036 0.014 -0.046
Si 46.315 13.575 5.29 -0.043 -0.006 -0.002
Si 49.092 0.042 5.345 0.025 -0.024 0.045
Si 51.724 2.693 5.261 -0.015 -0.014 -0.01
Si 49.032 5.373 5.386 0.031 -0.022 0.005
Si 51.804 8.178 5.309 0.027 0.014 -0.02
Si 48.927 10.769 5.259 -0.011 -0.004 -0.001
Si 51.756 13.522 5.278 -0.032 -0.003 -0.011
Si 54.433 -0.07 5.389 -0.029 -0.022 -0.006
Si 57.172 2.723 5.346 -0.015 -0.034 -0.055
Si 54.448 5.459 5.339 -0.026 -0.014 -0.013
Si 57.178 8.187 5.35 -0.013 0 -0.066
Si 54.444 10.859 5.361 -0.04 0.007 0.025
Si 57.175 13.59 5.291 0.014 -0.021 -0.013
Si 59.86 -0.006 5.514 -0.003 -0.03 0.048
Si 62.642 2.81 5.324 0.006 0.005 -0.071
Si 59.951 5.501 5.467 0.021 0.003 0.028
Si 62.567 8.183 5.395 -0.038 0.005 0.001
Si 59.92 10.974 5.413 0.027 0.015 0.002
Si 62.587 13.661 5.406 -0.013 0.003 -0.017
Si 1.204 15.018 17.792 0.015 -0.016 0.011
Si 3.917 1.406 17.787 0.002 -0.042 0.019
Si 1.242 4.148 17.816 -0.007 -0.015 -0.014
Si 3.95 6.789 17.782 0.002 0.022 0.021
Si 1.308 9.614 17.631 0.014 0.052 -0.006
Si 3.935 12.259 17.76 0.005 -0.013 -0.027
Si 6.676 14.957 17.697 0.013 0.016 0.002
Si 9.376 1.323 17.72 0.002 0.003 -0.002
Si 6.672 4.085 17.775 0.019 0 0.008
Si 9.361 6.749 17.825 -0.036 -0.044 0.028
Si 6.729 9.469 17.828 0.009 0.006 0.029
Si 9.444 12.153 17.765 -0.002 0.006 -0.006
Si 12.173 14.899 17.756 -0.032 -0.001 -0.004
Si 14.945 1.33 17.794 -0.024 0.018 0.019
Si 12.136 4.132 17.823 0.003 0.017 -0.009
Si 14.932 6.784 17.875 -0.024 0.01 -0.004
Si 12.207 9.504 17.875 -0.012 0.022 0.017
Si 14.886 12.232 17.87 -0.044 -0.018 0.002
Si 17.69 14.978 17.841 0.001 0.018 0.005
Si 20.381 1.34 17.833 -0.005 -0.003 0.029
Si 17.716 4.045 17.818 0.009 0 -0.012
Si 20.425 6.765 17.772 0.003 -0.038 -0.014
Si 17.7 9.47 17.788 -0.015 -0.025 0.005
Si 20.467 12.257 17.79 -0.009 0.021 -0.004
Si 23.148 14.957 17.752 -0.013 -0.027 0.013
Si 25.917 1.392 17.665 -0.006 0.012 -0.007
Si 23.187 4.066 17.704 -0.002 0.002 -0.009
Si 25.933 6.818 17.713 -0.005 0.029 -0.02
Si 23.212 9.553 17.782 0.032 0.014 0.018
Si 25.885 12.193 17.735 0.003 -0.007 0
Si 28.615 14.903 17.536 0.024 0.013 0.013
Si 31.404 1.384 17.647 0.009 0.005 0.022
Si 28.657 4.11 17.717 0.012 0.029 0.029
Si 31.312 6.754 17.723 -0.008 -0.005 0.015
Si 28.589 9.453 17.725 -0.024 0.009 -0.014
Si 31.284 12.178 17.465 0.029 0.002 -0.029
Si 34.024 14.842 17.676 -0.001 -0.003 -0.001
Si 36.837 1.361 17.614 0.002 0.019 -0.023
Si 34.086 4.112 17.66 -0.012 -0.009 0.008
Si 36.819 6.765 17.657 0.008 -0.002 0.015
Si 34.109 9.449 17.549 -0.042 -0.003 -0.023
Si 36.661 12.26 17.732 -0.014 -0.021 -0.005
Si 39.399 14.966 17.741 -0.024 0.004 0.027
Si 42.204 1.37 17.652 0.021 0.012 0.029
Si 39.595 4.105 17.579 0.031 0.014 -0.022
Si 42.216 6.818 17.582 0.012 0.001 -0.032
Si 39.508 9.539 17.603 0.01 -0.05 0.007
Si 42.157 12.266 17.679 0.014 0.006 0.018
Si 44.883 14.975 17.629 -0.004 -0.023 0.008
Si 47.592 1.351 17.503 -0.006 -0.004 -0.013
Si 44.906 4.045 17.541 -0.016 0.004 -0.001
Si 47.667 6.816 17.497 0.019 0.007 -0.007
Si 44.878 9.539 17.557 0.02 -0.003 -0.014
Si 47.574 12.259 17.496 -0.009 0.003 -0.011
Si 50.332 14.969 17.486 -0.006 -0.002 0.006
Si 53.039 1.374 17.549 0.008 0.004 0.007
Si 50.376 4.078 17.534 0.008 0.017 0
Si 53.061 6.822 17.569 -0.018 -0.016 -0.002
Si 50.349 9.488 17.482 0.031 -0.003 -0.021
Si 53.111 12.265 17.541 -0.006 0.012 -0.014
Si 55.73 14.951 17.651 0.009 -0.01 0.01
Si 58.464 1.376 17.687 0.028 0.015 -0.012
Si 55.739 4.132 17.589 -0.004 0.012 -0.021
Si 58.422 6.834 17.678 -0.033 0.033 -0.004
Si 55.788 9.571 17.657 0.027 0.039 0.019
Si 58.404 12.223 17.741 -0.041 -0.03 0.011
Si 61.158 15.011 17.762 0.016 0.013 0.008
Si 63.823 1.417 17.867 -0.008 -0.024 0.043
Si 61.116 4.083 17.685 -0.02 -0.009 0.012
Si 63.806 6.869 17.733 -0.009 -0.019 -0.017
Si 61.102 9.563 17.737 0.007 0.006 -0.002
Si 63.801 12.313 17.693 -0.028 0.031 -0.012
Si 2.518 0.091 19.166 -0.005 0.007 0.021
Si 5.308 2.742 19.125 -0.004 0.046 0.027
Si 2.565 5.511 19.216 0.001 0.021 -0.014
Si 5.371 8.05 19.146 0.053 -0.024 0.024
Si 2.572 10.906 19.123 -0.005 -0.02 0.058
Si 5.303 13.641 19.051 -0.039 -0.011 0
Si 8.079 -0.11 19.071 0.017 -0.007 0.025
Si 10.63 2.782 19.036 -0.002 -0.008 -0.015
Si 8.001 5.368 19.234 0 0.013 0.007
Si 10.759 8.108 19.114 0.022 0.001 -0.052
Si 8.121 10.815 19.184 0.036 -0.003 -0.003
Si 10.841 13.471 19.089 0.056 -0.046 -0.02
Si 13.475 0.001 19.077 0.02 -0.059 0.001
Si 16.393 2.622 19.146 0.013 -0.014 0
Si 13.516 5.451 19.241 -0.057 0.035 0.007
Si 16.41 8.081 19.198 0.001 -0.034 0.017
Si 13.534 10.881 19.301 -0.039 0.029 0.023
Si 16.248 13.668 19.158 -0.009 -0.013 0.006
Si 19.059 -0.036 19.281 -0.034 -0.002 0.033
Si 21.794 2.759 19.073 -0.019 0.042 -0.011
Si 19.118 5.374 19.186 0.013 0.038 -0.002
Si 21.795 8.183 19.047 -0.02 0.027 -0.018
Si 19.06 10.887 19.075 0.005 -0.031 -0.018
Si 21.847 13.592 19.188 -0.016 0.003 0
Si 24.542 0.059 19.003 -0.036 -0.019 0.006
Si 27.303 2.732 19.034 0.006 -0.019 -0.024
Si 24.609 5.413 19.011 0.007 -0.012 -0.02
Si 27.255 8.129 19.178 0.004 -0.057 0.005
Si 24.599 10.867 19.228 0.003 0.022 0.012
Si 27.302 13.592 18.971 -0.02 0.011 -0.012
Si 30.024 -0.093 18.828 0.019 -0.043 -0.047
Si 32.751 2.779 19.045 -0.057 -0.003 -0.031
Si 29.954 5.462 19.187 -0.028 -0.021 0.01
Si 32.798 8.104 18.936 0.028 0.03 -0.043
Si 30.009 10.877 18.913 -0.01 -0.014 0.01
Si 32.608 13.354 18.957 0.039 0.058 0.099
Si 35.449 -0.042 18.896 0.004 -0.063 0.017
Si 38.228 2.792 18.916 0.004 -0.053 -0.012
Si 35.443 5.448 19.068 -0.011 0.032 0.001
Si 38.267 8.098 18.956 0.048 -0.014 0.028
Si 35.297 10.811 19.042 -0.031 0.026 0.044
Si 37.951 13.647 19.162 -0.038 0.038 -0.024
Si 40.828 0.035 19.033 0 -0.003 0.013
Si 43.595 2.734 19.02 -0.008 0.008 -0.004
Si 40.977 5.415 18.994 0.019 -0.032 0.014
Si 43.513 8.216 18.943 -0.022 -0.027 0.01
Si 40.761 10.919 19.043 -0.014 0.036 -0.012
Si 43.545 13.619 19.041 0.005 0.02 0.004
Si 46.225 0.085 18.947 -0.031 0.061 0.007
Si 49.016 2.651 18.808 0.005 0.01 -0.006
Si 46.317 5.421 18.787 0.001 -0.017 -0.002
Si 49.013 8.171 18.884 -0.008 0.013 0.001
Si 46.243 10.905 18.879 -0.021 0.017 -0.01
Si 48.895 13.673 18.799 0.005 -0.014 0.016
Si 51.744 -0.076 18.861 -0.003 0.003 0.011
Si 54.325 2.813 18.897 -0.018 -0.001 -0.012
Si 51.722 5.446 18.92 0.001 -0.045 -0.02
Si 54.406 8.2 18.934 0.016 0.003 0.02
Si 51.734 10.86 18.767 0.01 -0.048 -0.012
Si 54.434 13.535 19.039 -0.008 -0.009 -0.013
Si 57.047 0.038 18.992 -0.026 -0.01 0.017
Si 59.839 2.69 19.095 0.026 -0.023 0.005
Si 57.075 5.443 19.012 0.025 0.012 0.007
Si 59.664 8.259 19.09 -0.002 -0.023 -0.009
Si 57.042 10.895 19.201 0.003 0.016 0
Si 59.783 13.599 19.043 -0.011 -0.025 -0.019
Si 62.483 0 19.256 -0.007 -0.004 -0.019
Si -0.143 2.877 19.228 -0.008 -0.019 -0.013
Si 62.37 5.513 19.039 -0.044 0.017 0.024
Si -0.044 8.297 18.953 -0.018 -0.016 -0.079
Si 62.49 10.939 19.06 0.021 0.033 -0.025
Si -0.22 13.68 19.123 0.013 0.075 -0.015
Si 1.139 1.444 20.603 0.015 0.006 0.011
Si 3.964 4.115 20.533 0.008 -0.026 0.064
Si 1.179 7.021 20.464 -0.037 -0.013 0.077
Si 4.005 9.47 20.369 0.01 0.028 -0.046
Si 1.089 12.278 20.415 0.026 -0.005 -0.056
Si 3.917 -1.334 20.407 0.013 0.016 -0.04
Si 6.691 1.271 20.343 -0.054 -0.022 -0.018
Si 9.259 3.903 20.615 -0.013 -0.036 0.013
Si 6.658 6.686 20.654 -0.048 -0.024 0.001
Si 9.523 9.449 20.59 -0.054 0.017 0.006
Si 6.674 12.257 20.356 0.013 -0.014 -0.01
Si 9.411 14.726 20.394 0.025 -0.026 0
Si 11.94 1.356 20.246 -0.017 0.062 -0.006
Si 14.942 3.943 20.376 0.014 0.034 -0.009
Si 11.915 6.691 20.565 -0.207 -0.382 -0.309
Si 15.117 9.557 20.473 0.027 -0.025 -0.062
Si 12.068 12.228 20.69 -0.047 -0.013 -0.033
Si 14.824 -1.287 20.496 -0.016 0.006 0.014
Si 17.683 1.318 20.697 -0.015 0.025 -0.007
Si 20.509 4.042 20.571 -0.006 -0.009 -0.028
Si 17.782 6.685 20.598 -0.042 0.009 -0.028
Si 20.432 9.545 20.418 -0.01 0.018 0.012
Si 17.721 12.315 20.382 0.013 0.003 0.041
Si 20.548 -1.356 20.612 -0.032 0.017 -0.006
Si 23.224 1.469 20.362 0.033 -0.016 -0.019
Si 26.022 4.156 20.428 0.041 0.04 0.001
Si 23.225 6.798 20.265 -0.012 0.001 0.058
Si 26.004 9.511 20.633 0.035 0.003 0.016
Si 23.244 12.272 20.583 -0.017 0.021 -0.023
Si 25.932 -1.325 20.265 0.01 -0.024 -0.005
Si 28.703 1.228 20.177 -0.013 0.049 0.013
Si 31.401 4.113 20.48 0.026 -0.012 0.041
Si 28.622 6.86 20.648 -0.025 -0.051 -0.017
Si 31.636 9.711 20.136 0.03 0.01 0.078
Si 28.708 12.26 20.315 0.047 0.029 0.053
Si 31.298 14.839 20.202 -0.009 0.046 -0.043
Si 34.19 1.363 20.232 0.084 0.172 0.029
Si 36.891 4.095 20.336 -0.042 -0.032 0.037
Si 34.133 6.864 20.467 -0.032 0.013 0.086
Si 36.867 9.484 20.189 -0.008 0.058 0.029
Si 33.361 11.519 20.337 0.058 -0.105 0.026
Si 36.539 -1.296 20.578 -0.019 -0.039 0.012
Si 39.524 1.481 20.368 0.003 -0.037 -0.022
Si 42.381 4.149 20.458 -0.017 0.033 -0.019
Si 39.658 6.759 20.361 -0.059 0.048 -0.006
Si 42.148 9.57 20.379 -0.013 -0.006 0.025
Si 39.367 12.281 20.439 -0.007 0.004 0.039
Si 42.203 -1.289 20.411 0.008 0.012 0.004
Si 44.946 1.436 20.447 0.006 -0.014 -0.021
Si 47.699 4.057 20.105 -0.004 0.019 -0.016
Si 44.986 6.803 20.109 0.038 0.008 -0.023
Si 47.639 9.565 20.185 -0.029 0.023 -0.032
Si 44.936 12.209 20.342 0.009 -0.015 0.002
Si 47.579 -1.288 20.231 0.017 -0.006 0.013
Si 50.356 1.254 20.149 -0.041 0.001 -0.011
Si 53.019 4.112 20.371 0.018 0.034 -0.017
Si 50.402 6.837 20.244 0.05 -0.03 -0.036
Si 53.089 9.633 20.247 -0.004 0.05 -0.001
Si 50.302 12.232 19.938 0 0.012 0.052
Si 53.044 14.894 20.308 -0.023 0.06 0.013
Si 55.648 1.482 20.239 0.042 -0.008 0.002
Si 58.439 4.055 20.359 -0.046 0.004 0
Si 55.705 6.835 20.333 -0.007 0.022 0.018
Si 58.348 9.513 20.626 -0.011 -0.025 0.017
Si 55.671 12.236 20.63 -0.026 -0.022 0.027
Si 58.373 14.943 20.324 0.008 0.011 -0.011
Si 61.16 1.396 20.626 0.024 0.05 0.035
Si 63.742 4.33 20.522 0.063 0.026 0.017
Si 61.02 6.904 20.388 0.066 -0.065 -0.012
Si 63.937 9.616 20.358 -0.001 0.021 0.002
Si 61.115 12.232 20.435 0.008 0.001 -0.005
Si 63.766 14.917 20.71 0.004 -0.009 0.013
Si -0.17 0.066 22.043 -0.054 0.002 -0.021
Si 2.653 2.705 21.889 0.307 -0.285 -0.328
Si 64.496 6.339 21.618 -0.184 0.046 -0.699
Si 2.65 8.277 21.842 0.016 -0.014 0.06
Si -0.092 10.915 21.955 -0.039 0.011 0.074
Si 2.502 13.626 21.653 -0.039 0.002 -0.008
Si 5.364 -0.051 21.696 0.037 0.039 -0.035
Si 7.902 2.426 21.97 -0.037 -0.012 0.099
Si 5.318 5.281 22.116 0.013 0.03 0.037
Si 8.079 8.116 21.889 0.006 -0.045 0.034
Si 5.348 10.869 21.644 -0.046 -0.058 0.021
Si 8.018 13.443 21.842 0.086 -0.049 -0.026
Si 10.601 -0.024 21.6 -0.04 -0.022 0.007
Si 13.37 2.628 21.527 -0.047 0.065 -0.053
Si 10.559 5.285 21.969 0.034 -0.058 0.057
Si 13.958 8.41 22.111 0.591 -0.294 -0.118
Si 10.683 10.874 22.152 -0.003 0.046 -0.017
Si 13.353 13.821 21.889 -0.039 -0.02 0.013
Si 15.991 0.138 21.982 -0.012 -0.003 0.067
Si 19.364 2.479 21.969 0.036 -0.002 0.098
Si 16.329 5.206 21.791 -0.008 0.183 -0.316
Si 19.178 8.145 21.866 0.002 -0.029 0.033
Si 16.482 10.932 21.797 0.247 -0.288 -0.303
Si 19.132 13.495 21.829 0.37 -0.226 -0.349
Si 22.105 0.035 21.802 -0.007 -0.048 0.063
Si 24.561 2.872 21.693 -0.034 -0.034 0.034
Si 21.934 5.535 21.75 0.004 -0.006 0.028
Si 24.501 8.045 21.774 0.02 0.026 -0.019
Si 21.834 10.836 21.833 -0.057 0.06 0.016
Si 24.74 13.679 21.8 0.045 0 0.116
Si 27.298 0.032 21.596 0.046 0.005 0.009
Si 30.159 2.383 21.548 0.4 -0.262 -0.515
Si 27.158 5.41 22.141 0.058 0.012 0.061
Si 30.186 8.457 21.628 0.019 0.036 0.019
Si 27.533 10.945 21.875 0.027 0.033 0.169
Si 29.936 13.705 21.753 -0.01 0.05 0.018
Si 32.95 -0.295 21.279 0.011 -0.045 0.009
Si 36.028 2.241 21.499 0.035 -0.25 -0.544
Si 32.66 5.654 21.877 -0.3 0.276 -0.27
Si 35.648 8.243 21.702 0.235 -0.4 -0.302
Si 33.418 12.445 22.51 -0.347 0.336 -0.368
Si 34.567 14.553 22.129 0.007 -0.011 0.055
Si 37.727 0.51 21.584 -0.199 0.119 -0.487
Si 40.93 2.836 21.782 -0.014 -0.032 0.068
Si 38.213 5.499 21.72 0.002 0.019 0.04
Si 41.029 8.055 21.81 0.018 -0.053 0.061
Si 37.933 10.899 21.735 0.018 0.027 -0.674
Si 40.809 13.617 21.716 0.415 -0.288 -0.245
Si 43.563 0.086 21.851 -0.031 -0.004 0.036
Si 46.443 2.845 21.666 -0.038 0.066 0.145
Si 43.916 5.523 21.736 0.029 -0.02 0.095
Si 46.335 8.134 21.449 -0.037 0.006 0.036
Si 43.583 10.848 21.747 0.012 -0.001 0.01
Si 46.288 13.654 21.622 -0.072 0.011 0.007
Si 49.061 -0.065 21.59 0.004 -0.001 0.031
Si 51.618 2.612 21.536 0.033 0.016 0
Si 49.034 5.405 21.458 0.003 -0.028 0.017
Si 51.763 8.253 21.538 -0.015 -0.009 0.048
Si 49.017 10.978 21.4 0.07 -0.051 0.017
Si 51.577 13.428 21.428 0.01 -0.09 -0.051
Si 54.4 0.033 21.573 -0.004 -0.032 0.021
Si 57.002 2.746 21.695 -0.02 0.05 -0.038
Si 54.36 5.533 21.75 -0.019 -0.042 0.042
Si 57.823 6.257 23.083 -0.289 -0.098 -0.595
Si 54.22 10.835 21.991 -0.036 0.023 0.118
Si 57.153 13.625 21.885 -0.006 -0.019 0.012
Si 59.677 -0.093 21.773 0.017 -0.004 0.037
Si 62.441 3.005 21.947 -0.383 0.182 -0.442
Si 59.619 5.554 21.732 0.015 0.013 0.047
Si 62.705 8.041 21.555 0.008 -0.055 -0.025
Si 59.882 10.83 21.877 -0.005 -0.026 0
Si 62.387 13.42 22.039 0.033 0.022 0.037
Si 1.427 -1.208 23.138 0.398 0.274 -0.288
Si 4.313 1.522 23.099 0.05 0.022 0.109
Si 2.002 4.494 24.289 0.052 0.014 -0.145
Si 3.88 6.821 23.249 0.094 -0.098 -0.751
Si 1.949 10.22 23.02 0.097 0.151 -0.57
Si 3.737 12.071 22.816 0.089 -0.004 -0.091
Si 6.906 -1.236 23.035 -0.144 -0.023 -0.057
Si 8.815 0.508 23.096 -0.261 0.057 -0.488
Si 6.133 3.228 23.311 -0.3 -0.005 -0.703
Si 9.329 6.741 23.372 -0.142 -0.08 -0.736
Si 6.98 9.845 23.018 -0.04 0.032 0.047
Si 8.673 11.602 23.285 -0.032 -0.122 -0.522
Si 12.322 -0.696 23.013 -0.018 0.019 0.066
Si 14.029 1.015 23.056 0.003 -0.014 0.018
Si 12.391 4.189 22.921 -0.409 -0.246 -0.514
Si 14.773 6.367 22.975 0.312 0.376 -0.55
Si 12.252 10.223 23.843 -0.458 0.278 0.217
Si 14.687 12.932 23.551 -0.635 -0.019 -0.057
Si 16.89 -1.289 23.543 -0.255 0.381 -0.555
Si 20.901 1.241 23.364 -0.083 0.149 -0.609
Si 18.326 3.716 23.589 0.055 -0.328 -0.456
Si 21.079 7.345 23.006 0.175 0.113 -0.518
Si 18 9.748 23.11 -0.01 -0.146 -0.654
Si 20.228 11.907 23.153 0.158 0.114 -0.653
Si 23.856 -0.857 23.067 0.001 -0.154 -0.698
Si 25.936 1.438 22.879 0.033 0.045 -0.522
Si 23.604 4.541 23.071 -0.054 0.03 0.069
Si 25.233 6.337 23.251 0.002 -0.062 -0.013
Si 22.779 9.052 22.982 -0.003 -0.004 0.072
Si 26.548 12.76 22.967 0.093 0.139 -0.657
Si 28.087 14.607 22.938 -0.036 -0.241 -0.54
Si 31.792 1.115 22.676 -0.339 -0.347 -0.077
Si 27.978 3.613 23.561 -0.343 0.478 -0.231
Si 31.15 6.978 23.16 0.27 -0.012 -0.683
Si 29.602 10.293 22.978 -0.066 0.098 -0.59
Si 31.073 12.259 23.218 0.1 -0.091 -0.635
Si 34.527 -0.878 24.302 -0.056 -0.113 -0.603
Si 35.42 2.22 24.509 -0.107 0.02 0.026
Si 33.034 3.577 23.894 0.028 0.133 0.026
Si 37.313 7.249 23.019 0.074 0.095 0
Si 35.498 10.635 23.502 0.098 -0.028 -0.079
Si 35.643 13.406 26.382 0.03 0.03 -0.031
Si 39.56 -0.578 23.688 0 0.077 -0.101
Si 42.054 1.349 23.233 0.491 0.398 -0.238
Si 39.653 4.308 23.117 -0.04 -0.065 -0.664
Si 43.029 7.343 22.917 0.112 0.174 -0.639
Si 39.319 8.71 23.342 -0.118 -0.723 -0.357
Si 42.395 12.46 23.029 -0.185 -0.207 -0.679
Si 44.683 14.685 23.02 0.25 0.196 -0.763
Si 48.029 1.589 22.863 -0.072 -0.052 -0.73
Si 45.887 4.797 22.959 -0.048 0.058 -0.713
Si 47.529 6.598 22.744 0.004 0.05 0.106
Si 44.747 9.112 22.86 -0.238 -0.202 -0.426
Si 48.15 12.725 22.679 -0.085 -0.026 0.029
Si 49.896 14.352 22.737 0.04 0.093 -0.026
Si 52.945 1.287 22.927 -0.036 -0.19 -0.613
Si 50.133 3.843 22.823 -0.035 0.098 -0.594
Si 53.34 7.294 23.009 0.323 0.205 -0.532
Si 50.562 9.856 22.717 0.308 0.273 -0.455
Si 52.191 11.718 22.959 0.163 -0.333 -0.59
Si 56.176 -0.777 22.894 0.338 0.072 -0.473
Si 57.894 0.943 22.927 0.022 -0.004 0.024
Si 56.086 4.526 22.996 0.267 0.129 -0.532
Si 56.882 8.118 21.942 -0.006 -0.006 0.067
Si 55.147 9.049 23.331 0.048 0.042 -0.012
Si 58.878 12.574 23.196 0.024 -0.011 0.114
Si 60.475 14.368 23.082 -0.059 -0.107 -0.593
Si 63.832 1.052 23.862 0.331 -0.294 -0.391
Si 60.905 4.255 23.167 0.128 0.145 -0.691
Si -0.486 6.025 24.752 -0.68 -0.192 0.134
Si 61.745 9.742 22.988 0.264 0.155 -0.47
Si 63.317 11.572 23.363 -0.021 0.036 0.074
Si -0.548 1.639 26.855 -0.123 -0.06 -0.253
Si 5.158 13.66 24.108 0.089 0.005 -0.501
Si 64.064 4.479 27.711 -0.075 0.047 -0.082
Si 5.894 8.773 24.818 0.33 0.244 -0.604
Si 1.842 11.02 25.805 -0.026 -0.192 0.067
Si 0.268 13.745 25.671 -0.009 0.184 0.065
Si 3.229 -0.196 24.389 -0.105 0.302 -0.705
Si 11.161 13.775 26.883 0.083 -0.034 -0.106
Si 7.707 6.444 25.946 0.044 -0.077 -0.128
Si 6.569 3.598 26.383 0.098 0.047 -0.058
Si 4.891 11.476 26.109 0.195 -0.037 -0.05
Si 3.719 -0.642 29.619 0.089 -0.051 0.055
Si 17.13 2.987 33.23 -0.595 0.215 0.11
Si 13.127 2.144 24.947 0.315 -0.439 -0.464
Si 6.527 8.916 29.951 -0.373 -0.435 0.137
Si 16.668 8.983 25.894 0.017 -0.024 -0.106
Si 7.985 5.841 33.427 0.235 -0.5 0.6
Si 15.372 11.139 27.371 -0.033 0.021 0.057
Si 19.39 13.37 29.746 0.046 -0.012 -0.034
Si 18.125 2.186 26.438 0.004 0.016 -0.112
Si 20.109 5.554 25.103 0.07 0.086 -0.117
Si 17 6.535 29.447 -0.038 0.032 -0.055
Si 13.242 11.983 25.152 0.053 0.045 -0.645
Si 13.34 9.524 29.041 0.059 0.052 -0.13
Si 25.274 12.074 25.774 0.007 -0.053 -0.118
Si 28.983 -0.993 25.889 -0.056 -0.021 -0.028
Si 22.496 3.588 24.928 0.341 0.138 -0.505
Si 25.191 7.505 25.359 -0.264 0.142 -0.527
Si 20.882 11.471 28.36 0.024 0.043 -0.084
Si 23.67 9.356 25.128 0.089 -0.431 -0.483
Si 29.602 11.577 28.836 -0.041 0.05 0.031
Si 33.212 12.401 27.763 -0.074 -0.037 0.036
Si 32.981 1.779 27.105 -0.103 0.018 0.098
Si 32.599 9.287 27.676 0.041 -0.093 -0.101
Si 24.438 9.582 32.497 0.358 0.196 0.696
Si 27.937 8.081 26.775 -0.095 -0.305 0.547
Si 31.75 0.181 24.81 -0.054 0.053 -0.555
Si 36.734 7.39 27.843 -0.237 0.568 0.29
Si 36.358 6.584 25.052 0.105 0.276 -0.429
Si 43.787 7.857 29.411 0.001 -0.091 0.016
Si 30.52 8.712 25.41 0.053 0.024 -0.162
Si 39.739 9.585 26.305 0.001 -0.035 -0.041
Si 39.861 -1.512 26.613 0.096 0.01 0.001
Si 42.478 2.743 28.177 0.007 -0.014 -0.16
Si 34.512 0.393 30.787 -0.03 0.044 0.08
Si 41.942 5.821 27.994 0.07 0.082 -0.043
Si 36.267 6.597 31.691 -0.065 0.093 0.082
Si 43.2 -1.79 30.212 -0.006 0.069 0.165
Si 44.164 12.848 27.701 0.014 -0.069 0.025
Si 45.991 -1.632 25.857 -0.01 -0.084 -0.105
Si 42.966 2.603 25.083 -0.346 -0.382 -0.372
Si 48.805 7.809 24.405 -0.26 -0.275 -0.556
Si 46.629 9.657 25.438 0.027 -0.007 -0.223
Si 48.075 12.463 24.974 0.106 0.056 -0.688
Si 47.457 0.897 25.71 -0.086 -0.017 -0.033
Si 50.09 1.261 27.194 -0.063 0.084 0.019
Si 51.235 5.93 24.935 -0.017 0.09 -0.18
Si 55.78 9.632 28.456 0.004 -0.062 -0.041
Si 49.981 11.151 30.504 0.047 0.088 0.007
Si 53.939 13.867 32.656 0.049 -0.025 0.043
Si 54.558 2.909 24.991 0.088 0.106 -0.011
Si 59.053 2.051 24.619 -0.413 -0.421 -0.298
Si 56.425 -1.952 31.283 -0.037 0.046 -0.009
Si 56.379 9.673 25.413 -0.482 -0.167 -0.517
Si 58.188 12.185 25.487 0.387 0.039 -0.578
Si 59.66 2.109 29.051 0.006 0.01 0.017
Si 60.422 3.8 31.453 -0.008 -0.006 0.069
Si 61.216 -0.128 25.274 -0.021 0.082 -0.083
Si 57.896 3.59 27.091 0.046 0.167 -0.061
Si 60.874 8.349 25.788 -0.594 -0.233 -0.091
Si -0.091 10.126 27.804 -0.122 0.041 -0.099
Si -0.593 3.409 30.399 0.038 0.079 -0.062
Si 0.268 7.261 27.203 -0.088 -0.029 -0.082
Si 6.47 -1.913 29.839 -0.061 0.025 0.067
Si 3.529 3.804 26.699 -0.073 0.075 -0.025
Si 62.581 5.715 25.525 0.618 0.031 -0.376
Si 60.69 11.067 27.198 0.001 0.03 -0.004
Si 1.786 -0.273 27.104 0.007 -0.069 -0.142
Si 15.153 4.311 29.646 0.021 0.096 0.033
Si 10.823 9.345 27.636 -0.092 0.026 0.03
Si 2.649 6.837 32.124 0.035 -0.106 -0.024
Si 8.934 -1.049 33.248 -0.325 0.376 0.311
Si 2.997 6.358 28.062 0.04 -0.091 -0.015
Si 6.482 11.636 28.439 0.147 -0.06 0.012
Si 4.76 2.27 33.424 0.373 -0.238 0.501
Si 14.381 7.077 25.579 0.064 -0.009 0.074
Si 16.935 8.547 31.77 -0.011 0.046 -0.047
Si 11.792 -1.276 29.625 -0.022 0.035 -0.071
Si 11.66 8.29 24.962 -0.012 0.567 -0.189
Si 6.77 13.233 32.502 -0.073 0.003 0.157
Si 18.943 2.581 29.198 0.054 -0.059 0.051
Si 19.002 -1.063 31.778 -0.028 0.096 0.014
Si 14.309 6.726 28.396 0.056 -0.018 0.071
Si 12.915 -1.873 32.263 0.049 -0.06 0.095
Si 19.022 -0.391 25.368 0.077 -0.036 -0.058
Si 20.543 13.282 25.952 -0.026 -0.058 -0.078
Si 26.934 10.74 28.03 0.073 -0.135 0.065
Si 28.189 7.221 28.918 -0.17 0.11 -0.668
Si 23.852 3.687 27.79 -0.046 0.057 -0.025
Si 26.107 2.583 29.363 -0.039 0.024 0.015
Si 19.445 8.278 33.037 -0.161 -0.029 -0.071
Si 26.017 14.091 32.765 -0.034 0.028 0.061
Si 28.156 -1.188 30.964 0.02 0.004 0.069
Si 34.172 6.786 26.939 -0.02 -0.126 0
Si 27.936 4.703 30.654 -0.064 0.427 0.569
Si 27.263 -0.052 28.335 -0.138 0.04 -0.074
Si 30.564 12.803 26.413 0.025 -0.064 -0.193
Si 30.791 14.105 30.436 0.074 0.025 -0.011
Si 31.822 0.697 29.694 0.053 -0.046 0.075
Si 35.789 1.37 28.035 0.01 -0.049 0.057
Si 37.81 4.327 30.85 0.113 0.03 0.061
Si 46.111 4.06 32.686 0.368 0.018 0.557
Si 30.272 4.675 25.016 0.041 0.042 -0.008
Si 36.181 9.43 28.84 0.069 -0.625 -0.206
Si 37.725 3.731 25.401 -0.015 0 0.003
Si 45.755 3.354 25.71 -0.025 -0.07 -0.046
Si 38.17 3.087 28.171 0.037 -0.002 0.091
Si 42.635 6.788 31.758 -0.074 0.173 0.173
Si 34.549 8.937 31.358 -0.09 -0.067 -0.089
Si 41.578 12.129 26.065 -0.092 0.071 -0.036
Si 40.571 13.888 31.84 0.065 0.03 0.041
Si 48.622 6.076 29.242 -0.029 0.046 0.052
Si 46.782 1.979 30.427 -0.144 0.112 -0.036
Si 45.483 10.085 28.262 0.038 0.033 -0.006
Si 44.98 5.687 30.697 0.059 0.195 0.017
Si 45.263 14.01 32.518 -0.004 -0.017 0.202
Si 50.823 13.583 24.766 -0.293 0.212 -0.465
Si 50.507 3.72 28.65 -0.087 -0.078 0.089
Si 46.244 4.165 28.538 0.115 -0.011 -0.037
Si 55.472 7.281 32.227 0.094 -0.035 0.545
Si 51.395 8.946 32.014 0.055 0.045 0.083
Si 52.233 -0.188 25.619 0.003 -0.056 -0.17
Si 55.227 -0.014 25.669 -0.096 0.041 -0.067
Si 55.16 4.524 31.17 0.001 0.088 0.139
Si 57.815 4.018 32.895 -0.124 0.339 0.489
Si 58.098 6.496 27.81 0.172 0.291 -0.425
Si 57.123 -1.732 27.21 0.035 -0.156 0.007
Si 61.372 -1.612 30.289 -0.002 0.04 -0.059
Si 61.672 11.763 30.104 -0.053 -0.046 0.02
Si -0.173 12.901 32.773 0.21 -0.216 0.614
Si 57.825 8.029 30.298 -0.066 -0.1 0.021
Si -0.233 7.586 31.939 -0.004 -0.051 -0.095
Si 63.353 11.919 25.84 -0.002 -0.189 -0.636
Si 58.671 7.558 25.771 0.545 -0.102 0.576
Si 62.88 -1.26 32.897 -0.198 0.11 0.57
Si 2.396 3.779 29.372 0.042 -0.074 -0.079
Si 63.175 5.137 32.293 -0.145 -0.039 0.657
Si 5.041 7.06 30.067 0.282 0.568 0.221
Si -0.374 0.925 31.769 0.104 0.039 0.116
Si 1.763 -1.05 31.797 0.199 0.246 0.613
Si 6.777 10.268 32.368 0.107 -0.082 0.117
Si 8.954 -0.036 30.21 0.007 -0.067 0.203
Si 7.508 2.539 29.042 -0.035 -0.1 -0.035
Si 4.76 2.186 30.473 0.084 0.046 0.022
Si 4.017 9.341 33.251 0.075 0.051 0.016
Si 8.775 7.447 28.585 -0.039 -0.08 -0.055
Si 4.593 1.067 1.839 0.024 -0.001 -0.062
Si 15.089 2.162 27.301 0.016 0.01 0.001
Si 11.102 -0.085 24.971 0.504 -0.275 -0.53
Si 14.339 10.059 31.734 0.128 -0.185 0.066
Si 7.628 5.354 30.358 -0.035 0.146 0.008
Si 15.358 12.866 31.772 -0.021 0.028 0
Si 9.01 11.665 26.514 -0.06 0.062 -0.022
Si 14.704 -0.139 29.23 0.052 -0.03 0.079
Si 16.949 0.948 30.907 0.049 0.039 0.017
Si 20.801 1.138 30.864 -0.045 0.152 -0.058
Si 16.488 13.544 29.018 0.059 0.082 0.035
Si 18.876 7.118 27.225 0.031 -0.026 0.061
Si 21.632 8.647 27.478 0.214 -0.006 -0.082
Si 23.493 1.415 29.564 0.12 -0.534 -0.41
Si 19.615 3.736 31.657 -0.043 -0.153 0.005
Si 24.129 -0.501 28.397 -0.224 0.556 0.411
Si 23.941 6.743 28.157 0.087 0.02 -0.035
Si 23.297 14.518 25.947 0.087 -0.02 -0.132
Si 23.298 12.464 32.336 -0.049 0.037 -0.057
Si 28.874 0.82 33.041 -0.053 0.015 0.177
Si 25.837 8.653 29.861 -0.16 0.015 -0.042
Si 27.857 5.414 32.997 0.64 -0.246 -0.299
Si 22.266 13.562 29.602 0.043 0.115 0.007
Si 31.704 8.859 32.565 0.116 0.078 0.093
Si 35.113 12.996 33.231 0.476 -0.176 0.194
Si 31.06 3.069 33.096 -0.402 0.481 0.516
Si 30.82 3.557 30.263 0.187 0.024 -0.082
Si 31.841 4.701 27.616 -0.011 -0.036 -0.072
Si 30.664 8.731 29.787 -0.022 0.097 0.018
Si 38.29 8.971 30.876 -0.092 -0.016 -0.053
Si 37.182 -1.226 28.123 0.014 0.05 -0.058
Si 33.746 13.647 30.658 -0.091 -0.016 -0.006
Si 36.787 10.791 26.222 -0.057 0.013 0.019
Si 43.357 2.547 33.062 0.048 -0.487 0.396
Si 36.936 1.612 32.14 -0.087 -0.032 -0.041
Si 40.204 0.807 28.445 0.017 0.003 -0.132
Si 43.855 1.214 30.276 0.005 0.021 0.069
Si 38.577 -0.568 30.615 -0.01 0.072 -0.063
Si 41.881 5.53 24.903 -0.023 -0.011 0.019
Si 39.571 7.498 28.71 -0.136 0.086 -0.112
Si 39.198 11.29 32.904 -0.758 0.268 0.133
Si 48.861 7.348 31.871 -0.111 0.021 -0.014
Si 47.86 12.231 32.435 -0.03 -0.01 0.124
Si 49.659 1.251 30.087 0.064 0.2 -0.089
Si 39.946 5.72 32.847 0.098 -0.424 0.55
Si 53.359 2.868 32.846 0.029 -0.003 0.146
Si 48.182 9.024 29.586 -0.073 -0.125 -0.018
Si 53.85 9.332 30.661 0.121 0.027 -0.02
Si 50.775 1.06 32.762 -0.126 0.123 0.172
Si 52.852 4.48 27.095 0.01 -0.092 -0.081
Si 58.332 -1.219 33.386 -0.403 0.302 0.399
Si 62.038 0.484 28.056 -0.028 -0.067 0.005
Si 52.831 12.242 30.368 -0.053 -0.061 -0.075
Si 55.395 12.694 29.024 -0.062 0.067 0.025
Si 61.124 11.296 33.156 0.068 0.536 0.262
Si 55.563 5.045 28.1 0.105 0.068 -0.038
Si 59.513 1.525 33.104 0.237 -0.137 0.46
Si 58.881 9.103 32.872 -0.116 0.045 -0.019
Si -0.804 10.514 30.692 -0.012 0.053 0.186
Si 58.585 -0.698 29.637 -0.052 0.059 -0.029
Si 1.331 15.058 6.924 0.004 0.024 0.025
Si 4.022 1.519 6.905 0.012 0.022 0.027
Si 1.376 4.193 6.765 -0.017 -0.022 -0.02
Si 4.041 6.915 6.795 -0.014 0.015 -0.023
Si 1.358 9.549 6.789 -0.004 -0.005 0.002
Si 4.081 12.265 6.93 -0.012 -0.011 0.022
Si 6.803 15 6.983 0.016 -0.013 0.01
Si 9.501 1.412 7.05 0.025 0.003 0.012
Si 6.728 4.207 6.96 -0.027 -0.02 0
Si 9.441 6.877 7.061 -0.015 -0.01 -0.002
Si 6.751 9.566 6.906 0.009 -0.006 0.001
Si 9.545 12.306 6.91 0.012 -0.009 0.006
Si 12.15 15.002 6.975 0.007 0.02 -0.002
Si 14.854 1.347 7.009 -0.021 -0.001 -0.018
Si 12.162 4.149 7.125 0.006 0.008 0.007
Si 14.962 6.811 6.938 0.01 -0.016 -0.074
Si 12.203 9.647 7.068 -0.086 -0.001 0.013
Si 14.855 12.247 6.95 -0.028 -0.033 -0.038
Si 17.599 14.97 6.994 0.019 -0.024 -0.017
Si 20.282 1.368 6.896 0.006 0.006 0.023
Si 17.657 4.042 7.01 0.005 -0.057 0.011
Si 20.283 6.765 6.933 -0.007 0.012 -0.015
Si 17.629 9.467 6.994 0.055 -0.004 -0.002
Si 20.373 12.184 6.872 -0.017 -0.004 -0.045
Si 23.098 14.919 6.839 0.01 -0.013 -0.015
Si 25.857 1.233 6.902 0.041 -0.023 -0.022
Si 23.043 4.002 6.962 -0.019 0.043 0.005
Si 25.757 6.777 6.808 0.004 -0.018 0
Si 23.07 9.454 6.833 0.012 0.017 0.004
Si 25.797 12.191 6.743 0.016 0.022 -0.005
Si 28.526 14.895 6.811 -0.009 0.026 0.026
Si 31.217 1.356 6.855 -0.006 0.013 -0.003
Si 28.509 4.059 6.785 0.002 0.005 -0.014
Si 31.285 6.801 6.744 0.003 0.01 0.004
Si 28.489 9.514 6.792 -0.03 -0.003 -0.003
Si 31.271 12.163 6.775 0.025 -0.029 -0.006
Si 34.01 14.912 6.808 0.019 0.006 -0.005
Si 36.676 1.38 6.879 0.01 0.029 0.008
Si 33.994 4.116 6.83 -0.003 0.014 0.017
Si 36.696 6.771 6.685 -0.027 0.012 -0.032
Si 33.968 9.473 6.719 0.024 0.023 -0.029
Si 36.703 12.23 6.777 0.015 0.005 0.034
Si 39.471 14.936 6.8 -0.021 -0.04 0.004
Si 42.146 1.356 6.75 -0.025 0.012 -0.004
Si 39.471 4.006 6.785 -0.002 -0.031 -0.008
Si 42.171 6.764 6.666 -0.021 -0.026 -0.034
Si 39.424 9.496 6.669 0.017 0.009 0
Si 42.233 12.14 6.697 0.042 -0.008 -0.006
Si 44.918 14.882 6.7 0.02 -0.01 -0.02
Si 47.688 1.324 6.741 0.002 0.009 0.013
Si 44.897 4.091 6.68 -0.021 0.032 0.001
Si 47.621 6.758 6.654 -0.039 0.032 0.032
Si 44.924 9.468 6.638 0.03 0.012 -0.011
Si 47.637 12.186 6.649 0.015 0.008 0.013
Si 50.416 14.925 6.654 0.007 0.006 0.006
Si 53.057 1.333 6.675 -0.017 0.016 -0.003
Si 50.4 4.022 6.706 0.005 -0.012 -0.001
Si 53.099 6.806 6.706 -0.002 0 0.016
Si 50.362 9.498 6.642 0.002 0.007 -0.009
Si 53.09 12.225 6.706 0.008 0.015 0
Si 55.826 14.923 6.714 0.019 -0.014 0.006
Si 58.498 1.402 6.78 -0.01 -0.008 -0.002
Si 55.802 4.084 6.696 0.036 0.01 -0.012
Si 58.533 6.859 6.749 0.004 0.007 0.013
Si 55.804 9.51 6.72 -0.002 0.006 0.017
Si 58.515 12.291 6.741 -0.023 0.014 -0.004
Si 61.242 14.973 6.824 -0.007 -0.013 -0.002
Si 63.933 1.464 6.784 0.021 -0.007 -0.011
Si 61.294 4.108 6.77 -0.016 -0.007 0.013
Si 63.968 6.865 6.748 0.005 -0.017 0.004
Si 61.23 9.56 6.764 0.017 0.011 0.001
Si 63.898 12.301 6.825 -0.004 0.013 -0.004
Si 2.692 0.106 8.253 -0.005 0.006 -0.003
Si 5.384 2.821 8.299 -0.018 0.017 0.022
Si 2.705 5.529 8.176 0.031 -0.007 -0.009
Si 5.38 8.215 8.249 0.007 -0.012 -0.005
Si 2.684 10.897 8.222 0.001 0 0.004
Si 5.423 13.631 8.294 0.014 -0.017 0.016
Si 8.123 0.04 8.366 -0.002 0.036 0
Si 10.834 2.746 8.433 -0.03 -0.017 0.01
Si 8.082 5.502 8.372 0.002 0 0.009
Si 10.825 8.247 8.365 0 0.003 -0.006
Si 8.135 10.936 8.247 0.009 0.003 -0.02
Si 10.832 13.638 8.353 0.01 -0.004 -0.016
Si 13.518 0 8.37 0.015 -0.013 0.009
Si 16.265 2.692 8.339 -0.001 0.01 -0.001
Si 13.593 5.505 8.366 -0.006 0.014 -0.004
Si 16.287 8.126 8.362 0.006 -0.002 -0.009
Si 13.564 10.952 8.418 0.024 0.021 0.006
Si 16.25 13.581 8.315 -0.028 -0.006 -0.006
Si 18.979 0.006 8.31 0.016 0.02 0
Si 21.672 2.671 8.3 -0.018 0.005 0.003
Si 18.986 5.423 8.353 0.014 0.005 0.011
Si 21.694 8.139 8.234 0.005 -0.007 0.013
Si 19.026 10.849 8.28 0.004 0.002 0.003
Si 21.73 13.568 8.214 0.005 -0.008 -0.012
Si 24.456 -0.081 8.243 -0.009 0 0.007
Si 27.198 2.677 8.19 -0.016 0.014 0.003
Si 24.434 5.415 8.222 0.006 0.005 0.017
Si 27.145 8.137 8.154 -0.013 -0.003 0.001
Si 24.449 10.842 8.155 -0.004 -0.02 0.002
Si 27.152 13.537 8.155 0.02 0 0
Si 29.867 -0.035 8.183 0.004 -0.011 0
Si 32.628 2.716 8.16 0.007 -0.01 -0.002
Si 29.91 5.427 8.109 0 -0.01 -0.01
Si 32.63 8.142 8.129 0.001 -0.024 -0.004
Si 29.881 10.85 8.15 0 0.012 0.002
Si 32.635 13.536 8.137 0.001 0.007 0.002
Si 35.333 -0.025 8.182 -0.014 0.002 0
Si 38.102 2.7 8.18 0.014 0.005 0.002
Si 35.373 5.466 8.144 -0.003 -0.024 0.006
Si 38.065 8.142 8.046 -0.002 0.016 -0.006
Si 35.338 10.836 8.094 -0.004 0.009 0
Si 38.091 13.573 8.126 -0.007 0.01 0.012
Si 40.812 -0.002 8.132 -0.003 -0.004 0.004
Si 43.542 2.726 8.054 -0.009 -0.003 0.016
Si 40.834 5.417 8.077 0.011 -0.014 0.008
Si 43.535 8.14 8.017 -0.007 0.013 -0.004
Si 40.823 10.819 8.044 -0.011 -0.005 -0.005
Si 43.561 13.53 8.064 -0.003 0.014 -0.003
Si 46.283 -0.05 8.044 -0.015 0.003 -0.004
Si 49.026 2.698 8.085 0 0.007 0.013
Si 46.256 5.438 8.046 0.012 -0.01 0.005
Si 48.994 8.135 8.002 0.024 -0.033 -0.008
Si 46.27 10.839 8.019 -0.014 0.005 0.004
Si 49.007 13.569 7.998 0.005 -0.007 0.005
Si 51.728 -0.029 8.056 -0.011 -0.005 -0.003
Si 54.427 2.713 8.036 -0.013 -0.008 -0.007
Si 51.734 5.426 8.045 -0.01 0 0.01
Si 54.449 8.155 8.08 -0.004 -0.004 0.009
Si 51.697 10.869 8.033 0.003 0.002 0.001
Si 54.448 13.585 8.072 -0.005 -0.006 0.003
Si 57.142 0.004 8.096 0.003 0 -0.004
Si 59.888 2.757 8.113 0.017 -0.008 0.007
Si 57.165 5.452 8.067 0.007 -0.007 -0.004
Si 59.864 8.214 8.128 -0.013 0.013 0.009
Si 57.154 10.898 8.075 -0.002 0.001 0.001
Si 59.857 13.621 8.149 0.015 -0.003 0
Si 62.583 0.066 8.145 -0.013 0.007 -0.009
Si 0.01 2.823 8.144 -0.01 0.001 -0.012
Si 62.617 5.494 8.128 0.005 -0.004 -0.001
Si 0.003 8.207 8.166 -0.003 0.005 -0.001
Si 62.561 10.912 8.163 0.008 -0.012 0.003
Si -0.043 13.66 8.216 0.003 0.003 0.008
Si 1.309 1.455 9.568 0.012 0.008 0
Si 4.014 4.179 9.614 0.024 0.003 0.015
Si 1.331 6.853 9.557 -0.017 -0.005 -0.002
Si 4.025 9.561 9.617 -0.007 0.009 -0.002
Si 1.319 12.282 9.564 -0.01 -0.005 -0.011
Si 4.037 15.021 9.601 0.019 0.021 -0.012
Si 6.727 1.419 9.662 -0.004 -0.015 -0.008
Si 9.437 4.115 9.723 -0.005 -0.017 -0.003
Si 6.711 6.873 9.669 0.007 -0.004 0.009
Si 9.45 9.591 9.684 0.016 -0.01 0.004
Si 6.773 12.269 9.642 -0.004 0 0.005
Si 9.47 14.986 9.717 -0.01 -0.007 -0.007
Si 12.194 1.368 9.754 0.008 0.015 0.003
Si 14.929 4.09 9.7 0.002 -0.005 -0.006
Si 12.199 6.855 9.698 -0.003 -0.001 -0.009
Si 14.932 9.523 9.702 -0.005 0.003 -0.006
Si 12.187 12.298 9.742 -0.01 -0.004 0.011
Si 14.907 14.95 9.694 -0.025 -0.003 -0.003
Si 17.633 1.348 9.696 -0.007 -0.02 -0.002
Si 20.366 4.061 9.679 0.005 0.012 0.008
Si 17.64 6.779 9.723 0.001 0.001 0.006
Si 20.375 9.493 9.643 -0.004 0 0.013
Si 17.65 12.216 9.64 0.008 -0.002 0
Si 20.378 14.933 9.603 -0.017 0.002 -0.004
Si 23.087 1.303 9.597 -0.008 -0.012 0
Si 25.821 4.042 9.547 -0.012 -0.023 0.008
Si 23.083 6.784 9.588 -0.011 -0.001 -0.003
Si 25.812 9.502 9.533 0.031 0.03 0.003
Si 23.092 12.195 9.557 0.004 0 -0.017
Si 25.824 14.888 9.573 -0.022 -0.009 0.001
Si 28.547 1.332 9.566 0.001 -0.007 0.009
Si 31.265 4.079 9.499 0.009 0 -0.006
Si 28.537 6.769 9.485 0.006 0.004 -0.006
Si 31.26 9.487 9.493 -0.012 -0.006 -0.002
Si 28.541 12.214 9.521 0.011 0.008 0.006
Si 31.276 14.921 9.497 0.002 0.012 -0.002
Si 33.982 1.346 9.519 0.004 -0.003 0.01
Si 36.735 4.09 9.495 0.003 0.008 0.003
Si 34.002 6.8 9.5 0.027 0.011 0.008
Si 36.724 9.491 9.445 -0.017 -0.012 0.002
Si 34.002 12.19 9.492 -0.013 -0.021 -0.005
Si 36.735 14.934 9.493 0.043 0.014 -0.001
Si 39.459 1.332 9.512 -0.015 -0.007 0.015
Si 42.19 4.066 9.443 0.003 0.005 0.006
Si 39.45 6.79 9.416 0.002 0.003 -0.005
Si 42.184 9.483 9.412 0.004 -0.001 0.004
Si 39.473 12.193 9.427 -0.006 0.011 -0.002
Si 42.198 14.919 9.419 -0.012 -0.007 0
Si 44.911 1.336 9.385 0.013 0.005 -0.009
Si 47.63 4.072 9.396 0.005 -0.002 -0.002
Si 44.896 6.798 9.401 0.011 -0.006 0
Si 47.644 9.498 9.379 0.004 0.019 -0.005
Si 44.917 12.185 9.418 -0.008 -0.021 0.014
Si 47.64 14.913 9.393 -0.008 -0.007 -0.003
Si 50.368 1.323 9.427 -0.005 -0.007 0.002
Si 53.086 4.073 9.411 -0.005 0.007 0
Si 50.348 6.785 9.382 -0.012 -0.008 -0.001
Si 53.064 9.521 9.406 -0.009 -0.009 0.003
Si 50.351 12.233 9.397 0.014 0.019 0.011
Si 53.092 14.954 9.426 0.012 0.016 0.008
Si 55.777 1.37 9.433 -0.006 -0.01 0.006
Si 58.517 4.113 9.458 0.004 0.001 0.005
Si 55.804 6.799 9.438 -0.006 0.004 0.007
Si 58.496 9.559 9.474 0.008 0.005 0.006
Si 55.794 12.241 9.445 -0.01 0.013 0.001
Si 58.499 14.993 9.483 0.006 0.007 0.012
Si 61.208 1.4 9.505 -0.003 0.001 0.009
Si 63.927 4.144 9.531 0 0.005 0.012
Si 61.225 6.842 9.479 0.005 0.006 -0.006
Si 63.92 9.564 9.533 0.005 0.008 0.004
Si 61.195 12.261 9.518 -0.026 -0.016 0.008
Si 63.89 15.027 9.556 0 0.001 0.001
Si -0.04 0.071 10.915 -0.004 0.009 -0.007
Si 2.655 2.792 10.951 -0.009 0.001 -0.002
Si -0.027 5.495 10.922 0.015 -0.011 0.005
Si 2.657 8.202 10.96 0.019 -0.02 0.002
Si -0.038 10.928 10.931 0.005 -0.002 0.002
Si 2.667 13.647 10.94 0.01 0.002 -0.003
Si 5.37 0.038 11.002 -0.006 -0.006 0.006
Si 8.081 2.746 11.057 0.002 0.009 0.006
Si 5.361 5.5 11.01 -0.009 0.003 0.009
Si 8.098 8.206 11.021 -0.022 0.03 -0.004
Si 5.391 10.912 10.983 0.026 -0.004 0.006
Si 8.098 13.615 11.044 0.009 -0.013 0.012
Si 10.827 0.008 11.089 0.01 0.004 0.006
Si 13.568 2.739 11.075 0.009 -0.016 0
Si 10.836 5.47 11.044 -0.012 -0.002 -0.009
Si 13.562 8.183 11.067 -0.011 0.001 0.002
Si 10.819 10.915 11.06 -0.007 0.016 0.004
Si 13.567 13.622 11.093 0 0.008 0.007
Si 16.278 -0.016 11.05 0.011 0.002 -0.002
Si 19.001 2.71 11.037 -0.006 0.006 -0.001
Si 16.282 5.429 11.079 0.006 0.007 0.007
Si 19.024 8.15 11.037 0.004 0.003 0.008
Si 16.314 10.868 11.043 0.009 -0.003 0.006
Si 19.018 13.584 10.985 0.002 0.004 0.001
Si 21.735 -0.037 10.974 0.016 -0.008 -0.001
Si 24.463 2.69 10.929 -0.006 0.016 -0.002
Si 21.749 5.432 10.995 -0.003 -0.007 0.003
Si 24.463 8.153 10.921 -0.01 0.015 -0.009
Si 21.744 10.866 10.97 -0.006 -0.009 0.004
Si 24.45 13.549 10.928 0.014 -0.008 0.001
Si 27.18 -0.035 10.916 -0.007 -0.004 0.005
Si 29.931 2.71 10.88 0.009 -0.005 -0.002
Si 27.196 5.417 10.881 0.019 -0.013 -0.006
Si 29.912 8.116 10.85 0.003 0.002 -0.001
Si 27.19 10.85 10.887 -0.002 -0.003 0.005
Si 29.912 13.576 10.874 -0.012 0.002 0.001
Si 32.636 -0.03 10.863 0.004 0.01 0
Si 35.38 2.706 10.846 0.001 -0.006 0
Si 32.654 5.415 10.853 -0.014 0.003 -0.005
Si 35.377 8.15 10.841 -0.01 -0.006 0.005
Si 32.633 10.843 10.853 0.004 0.011 0.003
Si 35.377 13.563 10.836 -0.004 0.013 -0.006
Si 38.097 -0.031 10.855 -0.002 0.005 0.007
Si 40.832 2.714 10.82 -0.001 -0.008 0.008
Si 38.109 5.448 10.828 -0.013 -0.011 0.006
Si 40.821 8.142 10.782 0.005 0.012 0.005
Si 38.104 10.853 10.794 0.011 -0.009 -0.004
Si 40.821 13.573 10.785 -0.011 -0.002 0
Si 43.552 -0.02 10.76 0.009 0.013 0.001
Si 46.266 2.704 10.745 0.002 0.008 -0.006
Si 43.551 5.439 10.782 -0.012 -0.006 0.01
Si 46.266 8.161 10.749 0.001 0.001 -0.001
Si 43.529 10.856 10.781 0 0 0.009
Si 46.266 13.569 10.763 0.005 -0.007 0.006
Si 48.984 -0.031 10.762 0.005 0.001 -0.001
Si 51.724 2.708 10.765 -0.007 -0.007 -0.001
Si 48.985 5.439 10.75 -0.001 0.007 -0.004
Si 51.703 8.151 10.751 -0.011 -0.004 -0.003
Si 48.986 10.869 10.752 -0.007 -0.002 0.003
Si 51.711 13.592 10.764 -0.006 -0.002 0.003
Si 54.432 0.006 10.798 -0.01 -0.003 0.004
Si 57.147 2.733 10.8 0.003 -0.005 -0.004
Si 54.438 5.434 10.78 0.003 -0.015 -0.005
Si 57.141 8.174 10.809 0.005 0.002 -0.004
Si 54.42 10.881 10.781 0.004 0.002 -0.005
Si 57.136 13.615 10.817 -0.006 -0.014 -0.006
Si 59.845 0.034 10.857 0.005 -0.004 -0.003
Si 62.552 2.771 10.872 0.006 -0.007 -0.005
Si 59.859 5.475 10.836 -0.002 0 0
Si 62.553 8.196 10.88 0.004 0.001 0.002
Si 59.838 10.903 10.863 -0.008 0.01 0.001
Si 62.527 13.644 10.888 -0.008 0.004 -0.007
Si 1.299 15.022 12.283 -0.01 0.01 -0.005
Si 3.983 1.406 12.324 0.004 0.008 -0.014
Si 1.294 4.132 12.312 0.006 0 0.003
Si 3.99 6.847 12.349 0 0.005 0.005
Si 1.298 9.566 12.315 0.003 0.009 -0.001
Si 4.016 12.283 12.319 0.006 0.002 -0.009
Si 6.714 14.98 12.372 0.003 0.012 -0.003
Si 9.445 1.376 12.414 -0.016 -0.014 0
Si 6.707 4.122 12.372 -0.012 -0.008 0.001
Si 9.456 6.825 12.38 0.014 0.001 -0.001
Si 6.735 9.553 12.366 0.005 -0.012 0.002
Si 9.45 12.255 12.413 0.005 0.002 0.004
Si 12.199 14.974 12.443 0.005 0.001 0.002
Si 14.929 1.359 12.415 0.003 0.004 -0.009
Si 12.19 4.103 12.417 0.002 -0.003 -0.008
Si 14.915 6.804 12.422 -0.016 -0.006 -0.012
Si 12.187 9.539 12.403 0 0.004 -0.013
Si 14.944 12.227 12.404 0.001 -0.008 -0.008
Si 17.663 14.934 12.374 -0.004 -0.002 -0.006
Si 20.387 1.334 12.348 -0.003 0.004 -0.007
Si 17.654 4.066 12.413 -0.008 0.001 0.002
Si 20.394 6.784 12.378 0.004 0.004 0.006
Si 17.672 9.511 12.411 0.009 -0.011 -0.004
Si 20.381 12.223 12.35 0.003 -0.001 0
Si 23.107 14.921 12.307 -0.014 -0.001 -0.004
Si 25.831 1.333 12.29 -0.011 -0.011 0.005
Si 23.129 4.059 12.32 0.005 0.001 0
Si 25.845 6.783 12.255 0.001 -0.009 -0.007
Si 23.119 9.505 12.31 -0.001 0.004 0
Si 25.833 12.203 12.262 -0.007 0.003 0.001
Si 28.567 14.937 12.257 0.011 0.012 0.007
Si 31.304 1.352 12.225 -0.003 -0.003 -0.001
Si 28.57 4.068 12.24 0.001 0 0
Si 31.295 6.77 12.207 0.004 -0.016 -0.005
Si 28.563 9.476 12.219 0.004 0.004 -0.006
Si 31.284 12.21 12.219 0.001 0.004 0.003
Si 34.03 14.936 12.198 -0.011 0.005 0.003
Si 36.749 1.346 12.204 0.006 -0.007 -0.001
Si 34.026 4.056 12.214 0.017 -0.02 0
Si 36.746 6.798 12.199 0 0.028 0.007
Si 34.015 9.495 12.205 0.001 0 0.003
Si 36.759 12.211 12.178 0.006 -0.004 0
Si 39.472 14.921 12.181 0.001 0 -0.001
Si 42.199 1.333 12.143 -0.004 -0.005 0.003
Si 39.471 4.076 12.177 0.008 0.007 0.005
Si 42.185 6.792 12.147 -0.009 -0.005 0.005
Si 39.475 9.512 12.154 -0.012 -0.011 -0.004
Si 42.168 12.223 12.156 -0.004 0.015 -0.001
Si 44.894 14.934 12.124 0.009 0.007 0.006
Si 47.616 1.341 12.105 -0.008 -0.002 0
Si 44.918 4.066 12.119 0.011 -0.006 0
Si 47.624 6.8 12.107 0.005 -0.007 -0.007
Si 44.905 9.51 12.127 -0.003 -0.002 0.001
Si 47.624 12.22 12.124 0.006 0 0.004
Si 50.346 14.945 12.126 -0.003 0.004 -0.002
Si 53.074 1.366 12.147 -0.004 0.008 0.008
Si 50.347 4.072 12.098 -0.005 -0.002 -0.006
Si 53.07 6.802 12.115 -0.004 0 0
Si 50.349 9.514 12.114 0.013 0.001 -0.001
Si 53.067 12.244 12.138 -0.004 0.008 0
Si 55.786 14.977 12.174 0.007 0.009 0.005
Si 58.484 1.389 12.208 0.005 -0.007 0.005
Si 55.787 4.088 12.161 -0.001 0.009 0.005
Si 58.491 6.827 12.189 0.003 0.011 0
Si 55.777 9.536 12.153 -0.014 -0.012 0.001
Si 58.479 12.268 12.201 0.009 0.005 0.002
Si 61.171 14.996 12.246 -0.011 -0.006 0.006
Si 63.875 1.416 12.27 -0.007 -0.002 0.003
Si 61.187 4.12 12.234 0.011 -0.003 0.001
Si 63.881 6.842 12.279 0.009 -0.004 0.002
Si 61.185 9.551 12.236 -0.005 -0.001 0.004
Si 63.867 12.294 12.273 -0.005 0.015 0.001
Si 2.623 0.048 13.689 0.006 0.005 0.001
Si 5.324 2.757 13.695 -0.004 -0.01 -0.005
Si 2.627 5.483 13.694 0.013 -0.006 0
Si 5.366 8.19 13.697 0.009 0.01 -0.01
Si 2.657 10.925 13.681 0.007 0 0.007
Si 5.348 13.618 13.729 -0.003 -0.004 0.013
Si 8.067 0.007 13.743 0.012 -0.007 0.017
Si 10.825 2.728 13.762 0.014 0.007 0.002
Si 8.083 5.46 13.73 -0.01 -0.006 -0.005
Si 10.828 8.165 13.744 0.005 0.01 -0.01
Si 8.089 10.88 13.756 -0.01 -0.014 0.007
Si 10.826 13.595 13.763 0.005 -0.003 0.01
Si 13.574 0.007 13.788 0.012 0.023 -0.006
Si 16.287 2.718 13.772 0.01 -0.016 -0.002
Si 13.552 5.453 13.791 0.008 0.017 0.001
Si 16.299 8.152 13.769 -0.001 0.008 0.001
Si 13.57 10.871 13.756 -0.005 0 -0.009
Si 16.32 13.575 13.757 -0.012 0 -0.006
Si 19.025 -0.013 13.718 0.001 -0.001 -0.006
Si 21.765 2.699 13.685 -0.012 0.004 -0.004
Si 19.031 5.423 13.748 0.002 -0.002 0.003
Si 21.775 8.159 13.701 0.011 0.002 0
Si 19.041 10.875 13.761 -0.007 0.005 0.008
Si 21.752 13.587 13.695 0 0.011 -0.002
Si 24.468 -0.031 13.655 -0.027 -0.022 -0.005
Si 27.22 2.716 13.615 -0.002 0.001 0
Si 24.503 5.441 13.653 0.002 -0.001 0.005
Si 27.22 8.133 13.611 0.014 0.012 -0.002
Si 24.493 10.863 13.653 0.019 0.001 -0.001
Si 27.193 13.569 13.606 -0.017 -0.004 -0.001
Si 29.942 0.006 13.582 -0.003 0.012 -0.004
Si 32.688 2.687 13.593 -0.016 -0.01 0.003
Si 29.954 5.418 13.588 0.018 0.004 -0.003
Si 32.67 8.115 13.562 -0.001 0.005 -0.008
Si 29.931 10.825 13.57 -0.014 -0.011 -0.003
Si 32.671 13.578 13.552 -0.003 0.001 0.002
Si 35.397 -0.021 13.564 0.015 0.016 -0.003
Si 38.125 2.706 13.549 -0.009 -0.004 -0.003
Si 35.4 5.415 13.561 -0.003 0 0.008
Si 38.127 8.169 13.529 0.005 0.001 -0.004
Si 35.402 10.853 13.538 -0.02 -0.005 -0.009
Si 38.108 13.573 13.553 0.011 0.006 0.002
Si 40.84 -0.022 13.517 0.006 0.009 -0.003
Si 43.558 2.707 13.483 0.002 -0.002 -0.006
Si 40.834 5.44 13.524 -0.005 -0.008 0.006
Si 43.547 8.163 13.499 0.008 0.006 0.005
Si 40.803 10.884 13.541 -0.01 -0.009 0.006
Si 43.508 13.606 13.51 -0.011 -0.017 -0.002
Si 46.252 -0.016 13.467 -0.001 0.008 -0.002
Si 48.974 2.719 13.448 0.009 -0.002 -0.007
Si 46.27 5.441 13.471 0.003 0.004 0.001
Si 48.978 8.162 13.468 -0.014 -0.003 0.001
Si 46.242 10.889 13.49 0.004 0.001 0.01
Si 48.984 13.583 13.48 -0.001 0.002 0.001
Si 51.698 0.002 13.478 -0.003 -0.007 0
Si 54.438 2.717 13.517 -0.002 0 0.005
Si 51.713 5.426 13.452 -0.017 -0.008 -0.013
Si 54.416 8.169 13.488 0.005 -0.003 0
Si 51.71 10.871 13.483 -0.008 -0.002 0.001
Si 54.42 13.608 13.509 -0.003 -0.001 0
Si 57.136 0.008 13.563 0 -0.005 0.001
Si 59.827 2.753 13.59 0 0.003 -0.003
Si 57.124 5.463 13.535 0.009 -0.002 0
Si 59.825 8.18 13.58 -0.002 -0.006 -0.003
Si 57.127 10.891 13.536 0.004 0.021 -0.013
Si 59.806 13.629 13.589 -0.009 -0.008 -0.004
Si 62.513 0.047 13.613 0.005 -0.003 -0.014
Si -0.069 2.767 13.659 0.008 0.002 -0.005
Si 62.523 5.467 13.633 -0.006 0.001 0.004
Si -0.072 8.207 13.666 0.001 -0.008 0.009
Si 62.5 10.929 13.624 -0.01 -0.005 0.003
Si -0.073 13.675 13.636 0.017 0.01 -0.007
Si 1.253 1.41 15.052 -0.004 -0.006 -0.001
Si 3.962 4.107 15.058 0.009 -0.019 -0.006
Si 1.265 6.839 15.044 -0.006 -0.001 0
Si 4.02 9.552 15.046 0.016 -0.003 -0.012
Si 1.273 12.314 14.993 -0.001 0.007 -0.014
Si 3.961 14.994 15.06 -0.007 -0.001 -0.013
Si 6.667 1.386 15.048 -0.022 0.027 -0.017
Si 9.439 4.089 15.092 0.003 -0.009 0.006
Si 6.692 6.811 15.067 -0.015 0.012 0.003
Si 9.453 9.491 15.102 0.032 -0.008 0
Si 6.701 12.228 15.089 0.008 0 -0.008
Si 9.437 14.95 15.086 -0.001 0.02 -0.005
Si 12.199 1.372 15.128 -0.007 -0.021 -0.001
Si 14.922 4.081 15.136 -0.019 0.019 -0.004
Si 12.185 6.83 15.137 -0.028 -0.003 -0.015
Si 14.932 9.516 15.127 -0.018 -0.004 -0.009
Si 12.19 12.213 15.101 0.017 -0.004 -0.005
Si 14.952 14.934 15.106 0.012 -0.014 -0.005
Si 17.67 1.348 15.089 -0.006 0.013 -0.002
Si 20.422 4.054 15.07 -0.001 -0.024 0.001
Si 17.659 6.774 15.113 -0.016 -0.001 -0.004
Si 20.437 9.513 15.093 0.01 -0.016 0.003
Si 17.669 12.223 15.146 0.017 -0.005 0.002
Si 20.391 14.949 15.068 -0.01 0.014 0.002
Si 23.117 1.326 15.037 0.012 -0.001 -0.001
Si 25.884 4.088 14.994 0.002 0.01 -0.007
Si 23.157 6.804 15.04 -0.01 0.005 -0.006
Si 25.871 9.496 14.983 -0.01 0.003 0.002
Si 23.148 12.235 15.023 -0.013 -0.001 0.002
Si 25.85 14.933 14.992 0.004 0.011 0.005
Si 28.61 1.375 14.963 0 0.003 0.006
Si 31.336 4.068 14.938 -0.002 0 0.002
Si 28.609 6.781 14.957 0 -0.014 -0.003
Si 31.299 9.455 14.92 -0.001 0 -0.018
Si 28.552 12.171 14.919 0.02 -0.02 0
Si 31.33 14.969 14.9 0.021 -0.01 -0.003
Si 34.066 1.331 14.955 -0.001 -0.018 0.003
Si 36.782 4.069 14.919 0.018 -0.023 0.003
Si 34.046 6.771 14.929 -0.029 0.014 0.005
Si 36.784 9.524 14.906 0.014 -0.009 -0.002
Si 34.041 12.204 14.888 -0.001 0.014 -0.006
Si 36.761 14.939 14.922 -0.012 0.012 -0.008
Si 39.507 1.342 14.889 0.01 -0.007 -0.008
Si 42.216 4.075 14.85 -0.01 0.004 0.002
Si 39.482 6.812 14.885 0.003 0.01 -0.006
Si 42.195 9.532 14.867 0.006 -0.005 0
Si 39.446 12.235 14.95 -0.015 -0.002 0.018
Si 42.153 14.948 14.924 -0.004 0.017 0
Si 44.889 1.327 14.842 0.013 -0.006 0.001
Si 47.628 4.078 14.82 -0.01 0.01 -0.001
Si 44.915 6.796 14.843 0.004 -0.017 -0.001
Si 47.612 9.527 14.825 0.006 -0.001 0.005
Si 44.867 12.251 14.855 -0.012 0.029 0
Si 47.608 14.947 14.821 0.005 -0.005 0.001
Si 50.327 1.372 14.809 -0.024 0.025 -0.002
Si 53.069 4.091 14.839 -0.003 0 0.004
Si 50.354 6.785 14.794 0.025 -0.02 -0.013
Si 53.077 9.527 14.854 0.004 -0.005 0.005
Si 50.351 12.229 14.834 0.006 -0.008 -0.003
Si 53.056 14.977 14.846 -0.015 0.021 0.001
Si 55.78 1.367 14.913 0.017 -0.02 0.005
Si 58.453 4.112 14.93 -0.004 0.008 0.003
Si 55.769 6.841 14.876 -0.024 0.019 -0.009
Si 58.468 9.545 14.927 0.01 -0.014 0.005
Si 55.782 12.262 14.881 0.005 -0.007 0.009
Si 58.467 14.973 14.97 0.014 -0.008 0.003
Si 61.163 1.391 14.982 -0.008 -0.004 0
Si 63.856 4.108 15.031 0.01 -0.017 -0.001
Si 61.149 6.825 14.976 0.013 -0.006 -0.006
Si 63.833 9.574 15.007 -0.004 0.017 0.001
Si 61.128 12.283 14.985 -0.015 0.033 0.004
Si 63.85 15.033 15.011 -0.01 0.01 0.007
Si -0.118 0.077 16.43 0.005 0.017 0.013
Si 2.585 2.778 16.429 0.029 0.035 -0.016
Si -0.101 5.486 16.411 0.012 0.02 0.001
Si 2.661 8.185 16.374 0.008 -0.005 0.004
Si -0.092 10.97 16.336 -0.004 0.002 -0.006
Si 2.581 13.649 16.421 0.013 0.015 0.01
Si 5.299 0.046 16.415 -0.005 -0.001 0.006
Si 8.028 2.724 16.404 -0.04 -0.038 0.002
Si 5.32 5.449 16.417 -0.009 -0.02 -0.006
Si 8.058 8.133 16.437 -0.001 -0.017 -0.009
Si 5.35 10.869 16.473 -0.004 -0.007 0.012
Si 8.082 13.567 16.427 0.001 -0.026 0.012
Si 10.809 -0.018 16.428 0.029 -0.001 0.006
Si 13.548 2.741 16.504 0.003 0.016 0.019
Si 10.784 5.466 16.45 0.036 0.019 0.008
Si 13.582 8.165 16.508 0.02 0.003 -0.006
Si 10.847 10.822 16.451 -0.021 0.001 -0.011
Si 13.569 13.562 16.438 0.004 0.005 -0.02
Si 16.32 -0.016 16.448 0 -0.02 -0.018
Si 19.055 2.695 16.435 -0.001 0.018 -0.006
Si 16.301 5.419 16.507 0.008 -0.002 0.004
Si 19.059 8.131 16.423 0.015 -0.007 -0.013
Si 16.282 10.863 16.511 -0.014 0.002 0.001
Si 19.052 13.609 16.472 -0.006 -0.023 -0.012
Si 21.744 -0.013 16.433 -0.014 0.009 0.005
Si 24.518 2.711 16.325 -0.02 -0.011 -0.014
Si 21.799 5.435 16.393 0.026 0.03 -0.013
Si 24.535 8.173 16.388 -0.001 -0.023 0.003
Si 21.825 10.895 16.425 -0.004 0 -0.003
Si 24.511 13.578 16.394 -0.004 0.014 0.004
Si 27.237 0.006 16.288 -0.017 -0.012 -0.009
Si 29.992 2.735 16.328 0.015 -0.014 0
Si 27.275 5.445 16.348 -0.008 -0.008 -0.008
Si 29.961 8.121 16.343 0.029 0.01 -0.001
Si 27.232 10.829 16.356 -0.004 -0.007 0.009
Si 29.948 13.566 16.163 -0.025 0.013 -0.007
Si 32.711 -0.049 16.313 -0.035 0.023 0.004
Si 35.429 2.722 16.3 0.009 -0.022 0.003
Si 32.679 5.431 16.314 -0.001 -0.016 -0.004
Si 35.479 8.107 16.237 0.017 -0.012 0.014
Si 32.701 10.802 16.214 0.019 0 0.029
Si 35.381 13.565 16.261 0.018 0.007 0.008
Si 38.152 -0.014 16.258 0.002 0.023 -0.009
Si 40.891 2.708 16.227 0.004 -0.01 -0.006
Si 38.165 5.434 16.262 -0.018 0.004 -0.004
Si 40.849 8.176 16.23 -0.009 -0.009 -0.006
Si 38.067 10.9 16.339 -0.031 0.007 0.024
Si 40.777 13.615 16.333 -0.016 0.005 0.009
Si 43.531 0 16.258 0.002 0.024 0.005
Si 46.25 2.711 16.155 0.01 -0.004 -0.005
Si 43.56 5.443 16.212 0.002 -0.005 0.002
Si 46.258 8.179 16.194 -0.016 -0.006 0.005
Si 43.506 10.919 16.248 -0.026 -0.015 0.002
Si 46.213 13.633 16.193 0.018 0 -0.001
Si 48.967 0.005 16.151 -0.007 -0.001 -0.004
Si 51.7 2.717 16.164 -0.013 -0.009 -0.002
Si 49.013 5.433 16.164 -0.004 -0.01 -0.004
Si 51.708 8.131 16.157 -0.026 0.001 -0.004
Si 48.971 10.884 16.179 0.005 0.015 0.015
Si 51.715 13.595 16.182 -0.004 -0.005 0.006
Si 54.408 -0.01 16.241 0.001 -0.002 0.001
Si 57.119 2.736 16.295 0.008 0.002 -0.005
Si 54.409 5.472 16.203 0.032 0.016 -0.014
Si 57.108 8.193 16.279 0.003 -0.031 -0.003
Si 54.452 10.885 16.221 -0.017 0.004 -0.008
Si 57.103 13.592 16.314 0.003 0.011 -0.004
Si 59.818 0.019 16.341 -0.005 -0.006 -0.008
Si 62.507 2.725 16.387 0.003 -0.014 0.002
Si 59.781 5.463 16.326 0.002 0.009 -0.003
Si 62.458 8.21 16.358 0.001 -0.005 0
Si 59.77 10.906 16.341 0.011 0.01 -0.004
Si 62.471 13.67 16.337 -0.006 -0.018 -0.01
O 12.475 13.437 33.459 0.365 -0.61 -0.105
O 15.49 2.687 1.383 0.389 0.222 -0.161
O 11.849 9.071 2 0.563 -0.157 0.173
O 11.692 7.972 33.358 0.013 0.021 -0.675
O 16.377 13.597 1.536 -0.073 -0.263 -0.311
O 17.999 15.6 1.998 -0.147 0.099 0.05
O 19.885 1.143 2.419 -0.104 0.295 0.348
O 21.765 2.577 1.447 0.261 0.239 -0.426
O 14.099 1.97 32.799 0.019 0.017 -0.196
O 18.704 5.068 1.308 -0.328 -0.126 -0.052
O 21.936 7.03 1.152 -0.09 0.04 -0.191
O 17.447 7.963 0.546 0.518 -0.517 -0.436
O 18.017 9.826 2.241 -0.351 -0.351 0.425
O 24.878 1.025 1.567 -0.371 -0.299 -0.182
O 20.754 4.785 32.068 0.007 0.418 -0.392
O 23.45 10.218 1.407 -0.331 -0.407 0.05
O 36.214 5.977 1.23 0.238 -0.394 -0.351
O 36.664 5.453 30.618 -0.551 -0.156 -0.418
O 36.065 11.768 1.498 -0.004 0.447 -0.092
O 40.58 0.034 1.429 -0.137 -0.278 -0.487
O 42.691 1.504 1.981 0.017 -0.459 0.278
O 39.287 8.63 2.019 0.173 -0.388 -0.18
O 47.344 11.259 1.277 0.182 -0.427 -0.227
O 6.29 12.916 3.035 0.079 -0.179 -0.271
O 20.893 8.73 2.946 -0.188 0.32 0.009
O 12.503 7.854 21.586 -0.353 0.047 -0.027
O 1.775 3.697 22.9 -0.431 -0.003 -0.148
O 0.584 4.811 24.994 -0.1 -0.41 0.331
O -0.36 6.318 23.184 0.19 0.145 0.273
O 13.457 5.407 22.979 0.033 0.244 -0.135
O 13.641 9.65 23.126 0.433 0.457 0.116
O 16.896 4.187 22.987 -0.46 -0.334 0.105
O 15.595 11.737 22.924 -0.152 -0.2 0.384
O 18.142 14.223 22.921 0.178 -0.25 0.227
O 26.247 12.384 24.532 0.002 0.067 0.066
O 29.163 3 22.672 0.087 -0.161 0.261
O 35.81 2.752 23.031 0.163 0.285 0.036
O 34.206 3.225 24.95 0.155 0.204 0.579
O 33.53 4.852 23.03 0.295 -0.015 0.119
O 34.906 9.352 22.696 -0.499 0.17 -0.132
O 34.281 11.671 23.695 -0.364 0.168 0.589
O 35.454 14.571 25.299 0.18 -0.118 0.025
O 38.261 0.219 23.132 -0.109 0.386 0.323
O 36.631 11.423 22.614 0.159 0.422 -0.222
O 38.883 10.216 22.882 0.492 0.298 -0.036
O 39.816 14.499 22.692 -0.43 -0.322 -0.073
O 63.42 2.469 23.18 0.375 0.157 0.361
O 1.005 -1.664 26.776 -0.187 -0.339 0.494
O -0.646 1.315 25.258 0.478 -0.065 0.042
O 4.201 -1.483 24.739 -0.095 0.028 0.505
O -0.344 5.852 27.732 0.076 -0.015 0.446
O 62.711 4.755 26.851 -0.574 -0.257 0.531
O 2.798 5.888 24.052 0.031 0.107 0.434
O 4.668 7.832 24.274 -0.332 0.003 0.02
O 1.698 9.93 24.623 -0.459 -0.572 0.098
O -0.31 11.589 31.809 0.13 -0.332 0.088
O 12.983 7.357 24.823 0.069 -0.27 -0.3
O 10.843 -1.141 26.161 -0.226 -0.01 0.485
O 4.257 12.816 0.188 0.034 0.406 -0.653
O 10.023 8.461 28.723 0.231 0.029 0.381
O -0.568 8.99 31.197 0.065 -0.16 -0.008
O 15.018 3.237 28.481 -0.009 -0.068 -0.051
O 15.34 6.335 24.519 0.598 0.028 0.124
O 16.641 4.964 29.571 0.549 -0.288 0.105
O 14.23 11.331 26.258 0.157 -0.06 0.091
O 17.516 -0.455 24.777 -0.414 0.209 0.363
O 15.734 14.054 24.14 -0.304 -0.036 0.634
O 18.275 2.923 25.006 0.206 -0.1 0.269
O 20.087 0.135 24.259 -0.05 -0.217 -0.108
O 20.801 6.926 24.585 0.332 0.46 0.547
O 22.584 7.607 28.26 -0.136 0.048 0.498
O 14.902 3.664 31.077 -0.085 -0.247 -0.23
O 17.114 9.208 24.363 -0.468 -0.31 -0.148
O 16.643 10.352 26.748 0.607 0.369 0.242
O 19.15 10.78 23.679 -0.086 -0.092 0.3
O 28.785 3.998 24.944 -0.127 0.042 0.609
O 24.916 1.869 30.218 0.053 0.039 0.473
O 24.563 6.732 26.659 0.227 -0.328 -0.067
O 25.792 9.948 28.878 -0.314 0.411 -0.068
O 28.194 -1.25 24.509 -0.158 0.116 0.167
O 27.787 9.662 27.164 0.303 0.266 -0.425
O 30.863 12.547 24.839 -0.122 -0.051 0.255
O 38.101 6.827 28.506 0.027 -0.294 0.399
O 33.813 8.365 27.129 0.073 0.479 -0.067
O 32.586 3.296 27.405 -0.036 -0.141 -0.113
O 15.946 12.546 27.88 -0.116 0.111 -0.312
O 30.885 2.009 29.781 -0.275 -0.058 -0.329
O 31.412 9.314 26.589 -0.183 0.203 0.099
O 32.971 10.822 27.945 0.247 -0.111 -0.025
O 32.944 -0.96 24.79 -0.327 -0.606 -0.045
O 36.725 2.453 25.436 0.122 -0.268 0.395
O 38.582 3.938 29.478 0.528 0.071 0.065
O 32.919 2.325 22.891 0.195 -0.215 -0.531
O 31.568 3.823 24.525 -0.23 -0.427 -0.019
O 40.651 6.318 28.818 -0.164 -0.228 0.248
O 30.171 5.89 23.931 -0.665 0.008 -0.382
O 36.805 12.382 25.916 0.252 0.306 -0.353
O 39.826 -0.026 29.762 0.209 -0.088 0.064
O 40.893 0.326 23.78 0.002 -0.061 0.377
O 38.816 3.466 24.241 0.169 -0.329 0.115
O 43.773 2.169 28.958 0.302 -0.037 -0.13
O 39.881 8.825 24.874 0.3 -0.561 -0.013
O 34.302 12.571 26.596 -0.034 -0.077 -0.276
O 43.434 5.539 31.126 -0.34 -0.574 0.083
O 41.744 12.024 24.457 -0.386 -0.154 -0.088
O 43.55 13.563 23.372 0.128 0.079 0.402
O 45.263 -1.235 24.474 0.116 0.488 0.209
O 47.233 13.696 25.601 0.273 0.064 0.121
O 47.404 0.723 24.102 -0.403 -0.607 -0.182
O 3.651 3.353 30.298 0.084 0.168 0.055
O 48.583 7.648 28.787 0.224 0.108 -0.495
O 47.46 11.048 25.473 -0.151 0.082 0.296
O 28.019 -0.172 26.899 -0.013 0.31 -0.284
O 45.577 9.589 24.206 -0.198 0.379 0.078
O 51.513 0.923 26.53 0.125 0.478 0.085
O 49.077 2.731 23.446 -0.083 0.032 0.606
O 50.896 4.637 24.024 0.087 -0.333 0.006
O 52.467 6.786 24.314 -0.006 0.2 0.483
O 49.667 9.109 23.897 -0.198 0.289 0.44
O 19.319 3.891 30.076 0.145 0.453 -0.141
O 59.757 -1.686 30.163 -0.193 -0.302 0.323
O 35.17 2.557 0.913 -0.129 0.126 -0.437
O 62.453 0.294 24.299 -0.144 -0.184 -0.23
O 53.719 2.513 23.668 0.039 0.335 -0.379
O 58.377 6.407 24.636 -0.009 -0.268 0.201
O 56.303 3.869 27.248 -0.221 -0.279 -0.38
O 58.204 2.985 25.635 -0.051 -0.039 0.026
O 20.79 12.67 24.478 0.394 -0.023 -0.009
O 59.949 3.106 23.787 -0.237 -0.208 0.035
O 61.592 5.084 24.407 -0.248 0.174 0.258
O 6.84 12.976 29.227 0.229 0.031 0.071
O 61.218 9.149 24.422 -0.056 0.362 0.139
O 60.774 11.308 28.814 -0.228 0.002 0.113
O 5.342 9.958 25.784 0.002 -0.173 0.308
O 0.721 0.872 27.476 -0.1 0.411 0.592
O 5.694 12.609 25.253 0.387 -0.103 0.111
O 2.656 3.139 27.894 -0.191 -0.409 -0.016
O 30.12 10.237 29.575 0.214 0.207 0.261
O 31.567 3.751 31.696 0.338 0.431 -0.191
O 15.86 9.637 31.275 0.209 0.34 -0.417
O 3.955 6.555 31.187 0.134 -0.288 0.069
O 32.89 5.894 27.312 0.076 0.279 0.008
O 7.937 3.916 29.741 0.453 -0.146 0.216
O 6.17 10.407 29.429 -0.296 0.161 0.066
O 8.405 6.021 24.533 -0.459 -0.506 -0.18
O 10.416 7.611 24.207 -0.102 0.157 -0.062
O 56.539 4.122 31.908 -0.08 -0.219 -0.038
O 48.64 6.079 30.877 -0.093 -0.27 0.336
O 5.923 10.767 0.927 -0.158 0.017 0.335
O 19.166 5.768 26.388 -0.156 -0.485 0.208
O 9.032 -0.193 31.849 -0.168 0.504 0.013
O 15.426 0.645 30.458 -0.47 0.069 0.256
O 41.288 1.906 28.859 0.112 0.048 0.719
O 15.134 8.452 25.971 -0.386 0.523 0.436
O 58.628 7.032 29.274 0.366 0.002 0.297
O 16.277 12.863 30.464 0.202 -0.547 -0.041
O 18.971 13.399 0.942 -0.064 -0.065 -0.266
O 55.743 9.283 26.871 -0.473 -0.64 0.119
O 20.25 12.053 26.971 -0.691 -0.148 -0.29
O 21.889 13.977 26.47 0.044 -0.05 0.259
O 12.176 12.945 25.931 -0.206 0.173 -0.241
O 0.035 7.318 25.599 0.183 0.533 -0.313
O 19.787 9.272 0.248 0.236 -0.642 0.195
O 17.704 7.939 26.514 0.051 -0.307 0.116
O 32.484 0.734 28.224 -0.062 -0.392 -0.159
O 41.787 13.98 30.789 -0.205 -0.117 -0.163
O 63.882 -0.194 32.242 0.227 0.107 -0.02
O 13.329 7.959 28.647 -0.477 -0.142 -0.225
O 56.875 7.229 31.361 0.326 -0.216 0.02
O 32.961 0.88 30.848 -0.119 0.29 0.589
O 25.243 3.447 0.451 -0.353 0.004 -0.647
O 23.608 5.178 28.396 -0.314 -0.031 0.307
O 26.806 -1.967 31.384 -0.29 -0.283 -0.329
O 27.181 1.502 28.807 0.66 0.092 -0.207
O 13.088 3.771 0.706 -0.012 -0.041 -0.426
O 24.963 7.424 29.229 -0.124 -0.384 0.183
O 22.428 13.134 31.157 -0.289 0.283 0.044
O 23.465 -1.778 29.173 0.056 -0.074 -0.003
O 16.435 8.254 33.278 -0.394 0.203 0.086
O 30.33 12.882 29.465 -0.01 0.103 0.063
O 32.306 1.39 25.713 -0.209 0.408 -0.051
O 29.75 7.588 29.124 0.157 -0.36 0.031
O 27.892 5.711 29.379 -0.253 -0.349 -0.149
O 63.459 1.144 27.71 0.021 -0.084 0.42
O 32.187 13.693 31.166 -0.13 -0.18 0.327
O 25.466 9.087 31.355 0.34 -0.123 0.025
O 52.157 1.853 32.575 0.064 -0.304 -0.487
O 38.889 4.897 31.924 -0.021 -0.108 0.072
O 26.533 4.504 33.322 -0.242 -0.294 -0.198
O 31.577 7.922 24.447 0.482 -0.014 0.067
O 35.177 0.967 29.452 0.16 0.032 0.028
O 48.459 7.095 33.417 -0.51 0.213 -0.011
O 29.356 7.782 26.046 0.192 -0.485 0.039
O 35.448 0.965 31.988 -0.189 -0.14 0.524
O 37.338 -1.052 29.711 -0.311 -0.102 0.398
O 25.408 3.288 28.061 0.397 0.295 -0.294
O 17.561 1.943 29.779 -0.338 0.055 -0.344
O 31.929 13.205 27.187 0.127 0.558 0.176
O 36.718 0.177 27.469 0.389 0.16 -0.329
O 40.773 13.479 26.49 0.086 -0.04 0.323
O 60.999 11.744 31.59 -0.616 0.328 -0.127
O 47.373 10.82 33.114 -0.062 -0.543 -0.369
O 50.133 2.825 29.967 0.185 0.415 0.455
O 52.426 8.608 30.821 -0.218 -0.576 -0.483
O 41.513 5.765 26.441 -0.507 0.078 -0.016
O 55.727 4.31 0.073 -0.012 0.186 -0.138
O 55.374 1.579 25.418 0.255 0.042 -0.056
O 34.871 14.745 0.459 0.114 -0.299 -0.317
O 36.037 14.02 27.819 -0.306 0.038 0.615
O 43.033 12.172 26.765 0.154 -0.476 0.159
O 30.592 4.947 26.59 -0.421 0.175 0.502
O 47.041 2.429 25.991 0.647 0.358 0.399
O 46.523 -0.21 26.431 -0.091 -0.094 0.614
O 46.873 2.747 28.99 0.309 -0.282 -0.621
O 42.719 6.832 24.454 0.156 0.308 0.411
O 47.683 8.421 25.414 0.09 -0.174 0.231
O 22.418 9.147 26.161 -0.066 -0.04 0.142
O 54.299 0.542 0.317 0.279 0.096 0.196
O 42.35 4.325 28.431 0.394 -0.084 0.518
O 60.579 2.331 32.162 0.618 -0.113 -0.022
O 52.873 13.32 31.574 -0.4 0.118 0.13
O 41.064 -1.504 33.073 0.702 -0.07 -0.138
O 11.424 8.324 26.554 0.308 -0.309 0.171
O 49.904 5.215 28.755 0.483 0.312 -0.018
O 44.569 2.363 25.219 0.184 -0.434 -0.24
O 53.99 3.462 31.489 -0.043 -0.305 -0.393
O 55.966 13.761 27.974 -0.4 0.242 0.083
O 56.4 -0.395 26.685 0.248 0.294 0.306
O -1.036 1.876 30.654 -0.634 -0.21 -0.58
O 58.342 -1.177 28.11 0.249 -0.1 -0.363
O 57.131 -0.833 30.353 -0.452 0.468 0.014
O 58.407 2.486 28.127 -0.364 -0.516 -0.029
O 18.091 13.784 28.856 -0.005 0.414 -0.198
O 58.138 2.428 33.173 -0.388 -0.259 0.028
O 43.428 7.114 33.133 0.353 0.1 0.009
O 20.215 2.239 31.906 0.121 -0.29 0.698
O 54.098 5.398 27.55 -0.127 0.491 0.182
O 61.654 -0.441 26.787 0.142 -0.264 0.103
O 2.611 0.264 25.821 -0.167 0.223 0.168
O 60.608 0.069 0.564 0.162 0.078 -0.106
O 56.086 13.022 30.456 0.023 -0.471 0.201
O 57.529 14.066 32.419 0.246 -0.498 0.181
O 49.919 2.869 27.383 -0.502 0.135 -0.33
O 54.432 9.09 29.174 -0.282 -0.181 -0.459
O 36.06 10.116 24.931 -0.199 -0.422 0.119
O 18.908 0.766 26.49 0.431 -0.023 0.669
O 61.646 -1.382 31.864 -0.327 0.212 0.052
O 61.773 4.693 31.552 -0.266 0.222 -0.121
O 57.032 9.024 29.286 0.311 0.146 0.126
O 64.113 10.84 26.814 -0.156 -0.22 -0.067
O 57.738 13.645 26.048 0.232 0.345 -0.137
O 26.762 7.77 25.704 0.254 -0.018 -0.222
O -0.403 3.235 27.066 0.333 -0.01 -0.439
O 64.007 13.41 26.074 -0.069 0.3 0.382
O 22.29 12.206 28.712 0.476 -0.324 -0.296
O 43.126 1.829 31.607 -0.383 -0.319 -0.234
O 29.965 11.549 27.25 -0.132 -0.64 -0.451
O 15.161 9.297 0.534 -0.066 0.164 -0.28
O 35.563 9.611 32.419 0.134 0.281 -0.081
O 37.049 7.497 26.233 0.336 0.555 -0.019
O 55.859 11.232 28.573 0.252 0.088 -0.163
O 20.118 1.471 29.421 0.308 -0.464 -0.629
O 5.135 -1.295 29.178 -0.002 0.057 -0.532
O 7.824 8.907 0.426 -0.257 -0.2 -0.015
O 8.187 13.846 32.979 0.089 -0.189 0.093
O 7.427 8.314 28.744 -0.133 0.045 -0.479
O 36.013 10.505 27.626 -0.153 0.203 0.102
O 6.786 3.208 24.828 0.57 -0.331 0.157
O 8.82 11.865 24.917 -0.197 0.081 0.145
O 40.564 5.396 23.961 -0.121 0.341 0.005
O 34.745 6.59 25.419 -0.521 -0.171 -0.552
O -0.887 4.199 31.774 0.293 -0.232 0.223
O 6.846 15.303 0.181 0.074 -0.424 -0.272
O 45.449 1.069 30.558 0.051 -0.485 -0.018
O 5.034 3.253 26.756 -0.11 -0.566 0.351
O 45.494 4.114 27.11 -0.519 0.43 0.086
O 28.121 15.385 0.16 -0.14 -0.219 -0.014
O 14.067 5.503 29.419 -0.751 0.107 0.168
O 20.386 -0.306 31.423 0.664 -0.288 -0.081
O 8.766 6.358 29.778 0.503 -0.119 0.127
O 53.581 10.906 30.913 0.347 0.055 0.199
O 11.532 0.776 0.397 0.298 0.225 0.083
O 53.737 -0.348 26.187 0.102 -0.334 0.402
O 33.242 9.87 0.038 -0.181 -0.409 -0.282
O 53.769 12.778 29.144 -0.517 0.077 -0.507
O 45.143 4.496 29.648 -0.622 -0.424 0.096
O 23.312 8.427 32.492 0.014 -0.165 -0.435
O 30.876 9.935 33.456 0.085 0.175 -0.308
O 7.4 9.183 31.327 0.366 -0.245 0.097
O 9.265 6.839 33.253 0.177 0.05 -0.568
O 20.905 11.672 0.595 0.388 0.309 0.082
O 7.791 -1.013 29.655 -0.098 -0.238 -0.287
O 46.511 13.059 32.119 -0.067 0.201 -0.575
O 17.128 1.568 32.392 0.209 -0.287 0.109
O 20.869 7.703 32.601 0.079 -0.276 -0.356
O 7.042 11.778 31.872 0.232 -0.016 -0.639
O 51.804 8.024 0.791 -0.018 -0.001 -0.432
O 25.752 -0.639 28.341 0.016 -0.086 0.161
O 44.99 13.956 26.869 -0.085 0.029 0.136
O 0.981 3.374 30.019 -0.024 -0.462 0.029
O 43.145 -0.198 29.907 -0.263 0.044 -0.116
O 49.991 0.569 28.659 0.277 -0.683 0.03
O 60.922 9.467 26.982 0.26 -0.223 0.392
O 24.415 13.381 26.114 0.269 0.195 0.017
O 59.128 0.809 29.854 -0.232 0.183 0.132
O 11.89 14.226 31.024 -0.302 -0.295 0.19
O 24.941 0.299 23.573 0.229 0.04 0.152
O 29.966 1.94 32.684 -0.11 -0.109 -0.222
O 52.163 2.096 0.315 -0.521 -0.133 0.094
O 1.165 6.888 31.415 0.124 -0.065 -0.528
O 35.415 6.42 27.942 -0.008 -0.595 0.235
O 23.577 14.549 0.186 0.025 -0.609 -0.103
O 2.939 8.351 32.596 -0.213 0.334 0.102
O 5.102 11.844 27.649 -0.448 0.218 0.391
O 18.425 6.767 28.738 0.339 -0.16 0.138
O 5.973 2.205 29.42 -0.399 -0.117 -0.507
O 62.936 10.772 30.263 -0.176 -0.463 0.008
O 50.432 0.51 31.288 0.266 -0.547 -0.102
O 2.385 5.382 29.2 -0.252 0.07 0.641
O 38.578 -1.788 27.547 -0.047 -0.334 0.319
O 37.388 7.772 31.506 0.067 -0.223 0
O 14.669 10.307 28.57 0.319 0.091 0.3
O 38.474 3.918 26.822 0.614 0.322 -0.039
O 43.133 6.892 28.27 0.451 -0.152 -0.425
O 36.574 0.477 0.128 0.165 0.235 -0.416
O 31.353 4.629 29.16 0.203 0.249 0.138
O 36.596 2.745 28.259 -0.224 0.305 0.202
O 3.554 5.416 26.875 0.172 0.439 -0.392
O 14.45 14.196 31.819 0.36 0.458 0.064
O 53.497 3.354 26.122 -0.114 -0.206 -0.041
O 33.477 4.526 0.24 0.418 -0.039 -0.093
O 40.184 12.354 32.17 0.167 -0.109 -0.1
O 29.427 13.94 26.572 -0.201 -0.112 0.486
O 60.977 1.691 28.22 0.277 0.383 -0.369
O 44.555 3.622 32.872 -0.071 0.129 0.246
O 39.332 7.116 33.425 -0.07 0.466 -0.355
O 7.689 5.245 31.964 -0.098 -0.169 -0.159
O 44.478 -1.936 31.181 0.189 0.192 -0.29
O 63.77 4.073 29.244 -0.686 0.295 0.041
O 63.735 12.876 0.096 0.059 0.113 -0.271
O 38.923 1.673 28.006 -0.375 -0.092 -0.291
O 34.58 1.614 27.007 0.187 -0.135 -0.363
O 52.143 9.269 33.426 0.137 -0.433 -0.126
O 36.242 5.795 33.123 0.245 -0.161 0.108
O 42.767 8.003 30.676 -0.398 0.503 0.109
O 6.141 5.85 29.934 -0.291 -0.438 -0.234
O 9.778 12.964 27.083 -0.33 0.379 0.225
O 60.036 3.413 29.933 0.106 0.443 -0.384
O 48.099 1.066 30.457 -0.048 -0.637 0.114
O 29.489 -2.021 31.383 -0.126 -0.112 0.719
O 34.418 -1.208 30.667 0.35 -0.066 -0.07
O 25.748 -0.8 33.467 0.243 0.421 -0.116
O 60.09 10.063 33.285 0.071 -0.172 0.298
O 47.347 5.341 28.579 -0.172 0.131 -0.259
O 2.797 -0.523 28.316 -0.148 -0.076 -0.057
O 50.539 10.275 31.732 -0.313 0.345 0.59
O 42.75 4.176 24.692 0.354 0.103 -0.306
O 3.985 0.795 30.291 0.057 -0.033 -0.007
O 52.111 3.839 28.391 0.37 -0.305 0.263
O 11.102 5.573 1.077 0.011 -0.153 -0.641
O 59.175 4.581 32.164 0.183 0.514 0.153
O 12.319 3.457 24.39 -0.511 0.302 0.343
O 18.272 3.926 32.534 0.118 0.702 0.15
O 12.88 -0.351 32.782 -0.195 0.184 -0.012
O 37.04 3.011 31.365 -0.31 0.058 -0.129
O 1.843 7.333 27.531 0.2 0.592 0.045
O 45.906 4.481 24.574 -0.052 0.388 0.43
O 23.487 3.472 26.221 0.196 -0.239 -0.121
O 38.282 10.256 26.38 -0.102 -0.052 -0.045
O 28.227 0.252 31.686 -0.037 0.556 -0.445
O 14.087 2.634 26.137 0.009 0.385 0.148
O 21.82 2.188 24.368 -0.082 -0.001 -0.05
O 23.664 -0.515 26.84 -0.107 0.514 -0.217
O 22.728 5.992 33.295 0.44 -0.08 0.023
O 3.32 11.606 25.88 -0.077 0.49 -0.115
O 0.027 1.827 33.073 -0.31 0.339 -0.168
O 26.858 2.433 23.859 -0.104 -0.141 0.327
O 59.259 11.522 26.55 -0.203 -0.273 0.045
O 2.932 -1.499 30.755 0.242 -0.553 0.018
O 62.414 8.351 0.804 -0.165 0.052 -0.492
O 0.1 7.87 33.485 0.195 0.132 -0.013
O 8.545 12.399 0.346 -0.504 -0.105 0.102
O 22.94 2.651 28.647 -0.493 0.109 -0.185
O 20.235 7.947 27.171 -0.147 0.235 -0.246
O 54.761 12.631 33.316 -0.145 -0.114 -0.312
O 14.665 0.728 27.877 -0.207 -0.305 -0.383
O 15.587 -1.449 28.902 -0.001 0.003 -0.343
O 5.42 5.99 0.367 0.138 0.291 -0.199
O 45.739 9.558 26.766 -0.411 -0.435 0.057
O 0.35 14.466 24.235 -0.192 -0.168 0.017
O 61.818 11.912 26.38 -0.097 0.509 -0.242
O 49.626 12.708 25.475 0.025 -0.44 0.593
O 3.44 1.341 33.247 0.073 0.185 -0.336
O 26.178 11.759 27.058 -0.01 0.394 0.145
O 51.819 13.563 0.869 0.274 -0.173 -0.252
O 9.915 10.358 26.78 0.086 -0.008 -0.223
O 16.314 12.756 33.051 0.412 0.277 -0.001
O 50.441 7.664 32.008 0.18 -0.613 0.177
O 46.798 9.721 29.133 -0.167 -0.056 0.353
O 55.452 4.519 29.604 0.228 -0.475 -0.141
O 10.423 -0.403 29.626 0.014 0.229 -0.25
O 38.351 10.73 0.724 -0.05 0.027 -0.227
O 60.085 1.032 25.351 -0.115 -0.023 0.468
O 30.362 -0.252 25.499 0.12 0.158 -0.211
O 19.113 13.714 31.308 -0.039 -0.272 0.623
O 38.038 0.578 31.586 0.314 0.027 0.136
O 14.072 4.503 33.462 -0.433 -0.156 -0.054
O 48.961 0.677 26.22 0.194 -0.335 -0.163
O 18.754 -0.875 33.351 -0.323 0.258 -0.019
O 0.877 0.137 31.097 -0.074 0.213 -0.703
O 14.306 11.656 31.767 -0.369 0.158 -0.19
O 36.848 5.044 25.14 -0.461 -0.155 -0.317
O 55.025 -1.455 31.951 0.078 0.706 -0.283
O 21.75 -0.06 0.942 -0.379 -0.113 -0.093
O 43.458 13.642 28.902 -0.014 -0.12 -0.228
O 11.789 14.051 28.346 0.461 -0.306 0.173
O 16.557 2.022 26.685 0.045 0.04 -0.02
O 38.515 4.148 0.161 -0.143 0.446 0.141
O 0.939 12.3 25.47 0.077 0.076 -0.222
O 24.308 10.831 25.408 -0.398 -0.105 -0.276
O 30.757 1.829 0.311 -0.02 -0.11 -0.144
O 21.252 4.485 25.464 -0.332 0.171 0.586
O 54.65 5.99 31.659 -0.729 -0.077 0.143
O 22.406 1.145 30.73 0.266 -0.144 0.31
O 45.908 -1.03 33.297 0.379 0.154 -0.23
O 27.373 8.177 29.951 0.172 0.28 0.352
O 28.824 3.702 0.377 -0.385 0.121 -0.441
O 42.393 2.402 26.592 -0.165 -0.327 0.149
O 35.016 0.667 24.397 0.161 -0.009 0.205
O 27.509 6.969 33.427 -0.172 0.186 -0.518
O 49.362 10.138 29.393 0.421 -0.11 -0.474
O 32.104 8.623 29.066 0.202 -0.506 0.139
O 32.679 0.013 0.953 0.265 0.116 -0.27
O 43.163 5.55 0.09 -0.026 -0.281 -0.145
O 57.775 8.845 25.316 0.489 0.275 -0.453
O 29.978 13.622 0.801 0.186 0.132 -0.578
O 48.094 8.597 31.163 -0.261 0.388 0.179
O 44.096 13.325 33.437 -0.263 0.161 -0.488
O -0.007 10.728 29.297 0.436 0.219 0.085
O 60.356 9.95 0.161 -0.286 -0.457 -0.037
O 27.976 11.574 28.959 -0.06 0.525 0.53
O 45.147 11.673 28.252 0.398 0.103 0.402
O 49.936 15.245 0.025 0.212 0.444 -0.207
O 63.711 6.639 31.865 -0.181 0.283 -0.408
O 4.216 7.214 28.671 0.169 0.309 -0.288
O 40.64 2.603 0.717 -0.092 -0.055 -0.554
O 35.16 8.308 0.839 -0.136 -0.219 -0.165
O 31.071 -0.739 29.78 -0.011 0.139 -0.412
O 19.194 5.062 23.863 0.098 0.258 -0.382
O 9.634 0.525 24.539 -0.334 0.083 0.27
O 8.787 6.778 27.107 0.692 -0.123 0.045
O 17.77 -0.441 30.938 -0.299 -0.37 -0.186
O 26.732 3.658 30.377 -0.413 0.209 0.141
O 10.848 11.327 0.997 0.31 0.185 -0.251
O 45.148 7.136 29.979 0.669 0.203 0.089
O 19.42 14.456 25.912 -0.497 -0.216 0.243
O 56.84 11.241 25.413 -0.413 0.185 -0.406
O 37.444 9.829 29.786 0.231 0.567 -0.213
O 40.652 -0.246 27.284 0.617 0.086 -0.018
O 43.297 11.075 0.923 0.197 0.035 -0.189
O 48.751 12.04 31.094 -0.251 0.292 -0.453
O 46.376 13.611 1.106 -0.247 -0.247 0.199
O 23.789 10.969 31.973 -0.026 -0.114 -0.457
O 13.851 9.494 33.154 -0.082 0.509 0.144
O 52.255 0.309 24.062 -0.162 -0.237 -0.01
O 60.632 -1.496 24.659 -0.299 -0.255 0.539
O 6.141 -2.08 31.414 -0.36 0.176 0.074
O -0.441 8.541 27.884 -0.38 -0.236 0.429
O 29.689 9.82 24.56 -0.145 0.366 0.361
O 51.275 11.985 29.944 -0.071 0.12 -0.596
O 28.128 -0.936 29.373 0.54 -0.268 -0.04
O 7.647 11.398 27.334 -0.004 -0.256 -0.195
O 1.385 10.333 27.178 0.589 -0.089 0.381
O 51.747 5.388 26.357 -0.154 0.15 0.188
O 61.958 7.148 26.013 0.084 0.063 0.169
O 30.745 8.383 31.361 -0.295 -0.444 0.041
O 39.136 -1.845 31.393 -0.47 -0.156 0.391
O 6.826 5.197 26.484 -0.194 0.256 0.385
O 41.132 6.295 31.916 -0.223 -0.018 -0.213
O 33.7 13.011 29.175 0.41 0.077 -0.1
O 15.838 7.242 28.565 0.122 0.539 -0.36
O 5.182 9.944 32.31 -0.386 -0.061 -0.587
O 57.498 9.796 33.391 -0.163 -0.139 -0.259
O 18.52 8.921 31.855 0.138 0.517 -0.509
O 52.048 12.532 24.407 0.39 -0.035 0.431
O 7.518 2.765 27.417 0.157 -0.259 -0.405
O 5.423 2.354 31.944 0.64 0.339 -0.225
O 63.637 13.605 32.938 -0.407 -0.095 0.205
O 34.722 12.811 31.656 0.17 -0.391 -0.248
O 20.764 14.18 29.338 -0.179 0.711 -0.487
O 46.009 5.512 31.934 0.067 0.674 0.139
O 22.621 3.379 33.321 -0.218 0.006 -0.334
O 49.54 1.953 33.337 -0.422 0.098 -0.493
O 19.772 11.806 29.514 -0.133 -0.466 0.142
O 59.073 0.024 32.605 0.255 -0.021 -0.276
O 34.88 9.449 29.847 -0.379 0.207 -0.176
O 2.613 5.757 33.357 -0.5 0.17 -0.225
O 29.276 3.846 30.533 -0.12 -0.468 0.112
O 11.741 14.728 1.652 0.184 -0.048 -0.171
O 12.004 10.16 28.382 -0.16 0.705 -0.196
O 2.866 3.512 25.255 0.187 -0.612 -0.165
O 13.27 9.571 30.642 -0.436 -0.092 0.193
O 53.863 6.319 0.18 0.295 0.201 -0.21
O 16.911 7.183 30.914 -0.012 -0.243 0.178
O 21.224 9.915 28.373 -0.126 0.069 0.179
O 62.024 -0.429 29.39 0.023 0.147 0.316
O 8.532 1.423 29.626 0.456 0.233 0.105
O 39.927 8.502 27.487 0.41 0.041 -0.042
O 41.303 12.893 0.539 0.158 -0.033 -0.088
O 14.122 6.182 26.888 -0.051 -0.335 -0.229
O 13.151 -0.399 29.582 0.083 0.242 0.074
O 58.826 8.866 31.266 0.255 0.394 -0.393
O 58.653 4.992 27.454 0.643 -0.116 0.154
O 40.819 10.772 26.508 0.135 -0.072 0.405
O 51.44 -1.594 25.738 -0.24 -0.18 0.495
O 55.465 -0.94 24.364 0.002 -0.379 -0.112
O 55.56 4.091 24.512 0.063 0.048 0.507
O 6.84 7.784 25.692 0.164 0.24 0.335
O 24.608 13.37 32.544 0.125 0.289 -0.03
O 39.549 8.307 30.109 0.378 -0.159 0.208
O 46.838 3.013 31.674 0.665 -0.247 0.086
O 23.127 -1.393 24.409 -0.584 0.081 0.06
O 33.066 9.378 31.844 0.005 0.196 -0.128
O 62.058 13.314 29.822 0.678 0.118 -0.041
O 18.772 3.02 27.664 0.348 0.346 -0.134
O 56.47 6.381 27.991 -0.211 0.401 0.236
O 44.188 9.299 28.837 -0.452 0.328 0.041
O 38.815 10.036 31.95 0.227 -0.18 -0.173
O 34.83 7.321 31.423 -0.306 -0.263 -0.217
O 0.857 13.951 32.084 0.213 -0.152 -0.069
O 49.885 6.815 25.121 -0.131 0.139 0.591
O 39.275 -1.109 25.171 -0.509 0.065 -0.012
O 54.816 8.71 31.803 -0.014 0.356 0.34
O 12.015 1.124 25.57 -0.365 -0.088 0.462

Results
total energy: -388187.449 eV
total energy less fixed offsets of O -438.35, Si -107.03 eV per atom: 14.651 eV
